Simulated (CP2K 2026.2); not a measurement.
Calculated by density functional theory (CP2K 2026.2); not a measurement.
Periodic cell of 1152 atoms, Si864O288, from a study of silicon, its oxide and their interface. The atomic structure is a simulated model.
Doubt: the forces sum to 1.68 eV/angstrom along one axis rather than to zero, so they err by at least 0.0015 eV/angstrom per atom on average; the grid cutoff is modest.

Settings: functional PBE; method Gaussian and plane waves; basis set DZVP-MOLOPT-SR-GTH; pseudopotentials GTH-PBE; grid cutoff 350 Ry, relative cutoff 50 Ry; k points Gamma only; occupations fixed; spin none; net charge 0.

Cell vectors (angstrom)
a  32.64  0  0
b  0  16.32  0
c  0.8194  -1.1564  38.9736

Atoms: element, x, y, z (angstrom)
Si  1.0449  15.1696  0.2715
Si  3.5542  1.5641  0.1247
Si  1.3428  3.7928  0.1914
Si  3.8593  6.9893  0.3276
Si  1.6711  9.2124  0.2066
Si  4.2422  12.1149  0.3381
Si  6.6767  14.8041  0.2846
Si  9.2662  1.4541  0.2176
Si  7.1204  3.8132  0.1192
Si  9.6713  6.6153  0.0253
Si  6.2505  9.6937  0.2695
Si  9.664  11.9461  0.2243
Si  12.3721  14.7361  0.1169
Si  16.1908  -0.0054  38.9275
Si  12.7018  3.1988  38.9521
Si  15.7089  5.4555  38.8049
Si  11.9795  9.7659  0.3827
Si  14.6278  12.5416  0.1464
Si  17.5296  15.1811  0.0116
Si  20.456  1.4899  0.1686
Si  18.1471  3.6529  0.1163
Si  20.7478  5.883  38.7484
Si  17.7997  9.3846  0.0248
Si  21.4632  10.7508  38.8915
Si  24.2205  13.6067  38.8625
Si  26.716  0.7025  38.7744
Si  24.2405  2.7143  38.917
Si  26.1428  6.8498  0.0732
Si  22.9163  9.7081  0.0288
Si  26.4908  11.4069  38.8885
Si  29.9259  13.4882  38.7949
Si  31.5872  1.1486  0.0953
Si  29.0545  3.3556  38.938
Si  31.4019  7.0805  0.1465
Si  29.8568  7.9818  38.932
Si  31.2325  12.2929  0.0984
Si  2.6104  -0.0008  1.5601
Si  5.3458  2.6943  1.2874
Si  2.5979  5.3891  1.4668
Si  5.3135  8.1532  1.7015
Si  2.6748  10.8778  1.5185
Si  5.3286  13.6192  1.7101
Si  8.0808  16.238  1.4966
Si  10.8764  2.7109  1.3547
Si  8.1333  5.4815  1.3978
Si  10.8127  8.0927  1.4739
Si  8.0298  10.7905  1.4208
Si  10.7995  13.6121  1.4533
Si  13.6451  0.0546  1.2387
Si  16.4276  2.6606  1.3742
Si  13.5161  5.4158  1.3068
Si  16.2137  8.1099  1.2037
Si  13.6088  10.9358  1.5211
Si  16.3138  13.6525  1.3371
Si  19.1348  16.2628  1.3522
Si  21.9403  2.7608  1.3968
Si  19.0637  5.446  1.294
Si  21.6646  8.0914  1.152
Si  19.042  10.8804  1.3199
Si  21.7847  13.5918  1.1845
Si  24.6755  0.0948  1.0407
Si  27.2468  2.9038  1.3787
Si  24.5014  5.5542  1.2069
Si  27.4061  8.2147  1.4125
Si  24.574  10.892  1.224
Si  27.3222  13.6709  1.1481
Si  29.9534  -0.0184  1.2923
Si  32.5646  2.6535  1.5748
Si  30.0257  5.4638  1.2116
Si  0.1054  8.2081  1.6249
Si  29.995  10.7893  1.3511
Si  32.5925  13.5663  1.5246
Si  1.3063  1.352  2.9355
Si  4.0589  4.0524  2.7547
Si  1.346  6.7353  2.9146
Si  3.9814  9.5518  2.981
Si  1.3359  12.2471  2.858
Si  3.97  15.0072  2.9396
Si  6.6714  1.337  2.744
Si  9.5032  4.0745  2.7429
Si  6.7905  6.7715  2.8436
Si  9.4182  9.4573  2.7988
Si  6.7889  12.2066  2.874
Si  9.4905  14.9556  2.8358
Si  12.2921  1.3797  2.6632
Si  14.9572  4.0484  2.6225
Si  12.2359  6.7617  2.7664
Si  14.9834  9.4798  2.7047
Si  12.1824  12.267  2.8321
Si  14.96  15.0193  2.7016
Si  17.7793  1.3201  2.7421
Si  20.5071  4.1514  2.6693
Si  17.6094  6.7684  2.6172
Si  20.3938  9.4715  2.6314
Si  17.6859  12.2563  2.6562
Si  20.4645  14.8811  2.6557
Si  23.2975  1.3166  2.6106
Si  25.8138  4.193  2.6929
Si  23.0831  6.8259  2.5759
Si  25.9268  9.5753  2.6371
Si  23.1613  12.2389  2.5872
Si  25.9526  15.0448  2.5244
Si  28.5783  1.3949  2.626
Si  31.1968  4.0972  2.7493
Si  28.7021  6.785  2.7228
Si  31.3274  9.5732  2.855
Si  28.5643  12.2219  2.6008
Si  31.2197  14.9677  2.8045
Si  32.577  -0.0279  4.2114
Si  2.7224  2.7283  4.1891
Si  32.5692  5.402  4.1801
Si  2.6714  8.1229  4.2724
Si  32.6378  10.9143  4.2307
Si  2.6619  13.5961  4.2429
Si  5.3944  0.0254  4.2112
Si  8.1048  2.7022  4.0758
Si  5.4114  5.397  4.1497
Si  8.13  8.1225  4.2082
Si  5.4226  10.8827  4.2553
Si  8.1553  13.5823  4.1976
Si  10.9145  0.0302  4.0742
Si  13.6291  2.7141  4.0503
Si  10.8729  5.4067  4.1235
Si  13.6025  8.1515  4.0832
Si  10.8174  10.8528  4.1277
Si  13.5971  13.6502  4.0949
Si  16.3558  0.0035  4.0784
Si  19.127  2.7533  4.023
Si  16.2934  5.415  4.014
Si  19.0043  8.1379  3.9877
Si  16.347  10.8714  4.0323
Si  19.0685  13.5774  4.0311
Si  21.8474  -0.0192  3.9569
Si  24.5284  2.7367  4.0311
Si  21.8149  5.4898  4.0471
Si  24.4957  8.188  3.9325
Si  21.7918  10.8612  3.9647
Si  24.5421  13.6484  3.9076
Si  27.2227  0.0402  4.0013
Si  29.8778  2.7165  4.0882
Si  27.2343  5.483  4.0539
Si  29.9706  8.1587  4.1427
Si  27.2225  10.9212  4.039
Si  29.8621  13.5676  4.0795
Si  1.3442  14.8922  21.8598
Si  4.0287  1.3385  21.8649
Si  1.3446  4.069  21.8413
Si  4.0708  6.8182  21.9192
Si  1.3657  9.4747  21.8451
Si  4.0557  12.1987  21.9285
Si  6.7519  14.9322  21.8689
Si  9.4793  1.3451  21.7859
Si  6.7732  4.0811  21.8585
Si  9.5069  6.8505  21.8305
Si  6.768  9.5315  21.9439
Si  9.5069  12.231  21.881
Si  12.2808  14.9554  21.8119
Si  15.0263  1.36  21.7733
Si  12.2468  4.121  21.7054
Si  14.9856  6.8772  21.6813
Si  12.254  9.5659  21.8141
Si  14.9942  12.3104  21.8121
Si  17.7306  15.016  21.7701
Si  20.3804  1.3699  21.6452
Si  17.7086  4.1014  21.6589
Si  20.4078  6.8248  21.579
Si  17.7023  9.6287  21.6969
Si  20.4269  12.3142  21.7349
Si  23.1184  14.9398  21.6291
Si  25.8467  1.3221  21.5913
Si  23.1117  4.1011  21.5544
Si  25.858  6.8281  21.5785
Si  23.1468  9.5957  21.627
Si  25.8703  12.1804  21.6797
Si  28.5605  14.8712  21.6851
Si  31.2789  1.2806  21.7371
Si  28.5723  4.0374  21.6209
Si  31.2725  6.7624  21.7696
Si  28.5294  9.4636  21.7126
Si  31.2574  12.218  21.7464
Si  2.6909  -0.0607  23.2364
Si  5.369  2.7307  23.2204
Si  2.708  5.4208  23.2556
Si  5.3814  8.2041  23.3545
Si  2.6774  10.8149  23.2905
Si  5.4221  13.5681  23.2958
Si  8.0857  0.0246  23.1862
Si  10.909  2.7183  23.0324
Si  8.164  5.4592  23.182
Si  10.8525  8.2493  23.1919
Si  8.1425  10.8961  23.3163
Si  10.9189  13.5961  23.1834
Si  13.6939  -0.0238  23.1568
Si  16.4495  2.7206  23.0806
Si  13.5937  5.5432  23.0022
Si  16.3774  8.2322  23.0214
Si  13.6448  10.9242  23.164
Si  16.3881  13.6872  23.1688
Si  19.1016  0.0585  23.1361
Si  21.7314  2.7865  22.898
Si  19.0497  5.5137  22.9609
Si  21.7712  8.2013  22.8694
Si  19.0394  10.9968  23.0908
Si  21.8055  13.6694  23.1014
Si  24.4977  -0.0384  22.9274
Si  27.242  2.6326  22.922
Si  24.5131  5.4404  22.8484
Si  27.144  8.1105  23.0648
Si  24.5025  10.8841  23.0726
Si  27.2397  13.4901  23.0573
Si  29.9505  -0.1665  23.0509
Si  32.5573  2.6891  23.1158
Si  29.8216  5.4138  23.0421
Si  32.6566  8.073  23.1674
Si  29.8629  10.8553  23.0393
Si  32.5829  13.5169  23.1989
Si  1.2318  1.3102  24.4873
Si  4.0546  4.0744  24.6642
Si  1.3408  6.7395  24.6486
Si  3.985  9.5568  24.8228
Si  1.2063  12.1033  24.6023
Si  4.0384  14.8959  24.6714
Si  6.6772  1.3574  24.5831
Si  9.5753  4.0336  24.419
Si  6.8204  6.8034  24.607
Si  9.5402  9.5798  24.6911
Si  6.7799  12.2379  24.7296
Si  9.5088  14.9846  24.4613
Si  12.2963  1.3949  24.3687
Si  15.0449  4.1983  24.2148
Si  12.2466  6.8571  24.4406
Si  15.0888  9.5625  24.4468
Si  12.299  12.2564  24.5836
Si  15.0859  15.0162  24.6234
Si  17.8047  1.4049  24.5934
Si  20.3866  4.1427  24.2769
Si  17.7794  6.9221  24.3523
Si  20.427  9.5156  24.2546
Si  17.7864  12.4194  24.5701
Si  20.5418  15.1066  24.514
Si  23.1351  1.4188  24.1409
Si  25.8845  4.0662  24.1551
Si  23.1808  6.8545  24.1309
Si  25.8045  9.4653  24.4518
Si  23.1862  12.3028  24.4263
Si  25.8245  14.8762  24.2863
Si  28.5536  1.2019  24.2737
Si  31.1129  4.0453  24.4078
Si  28.4144  6.6807  24.4454
Si  31.1861  9.4604  24.337
Si  28.5483  12.1171  24.5227
Si  31.1861  14.803  24.5825
Si  32.4456  -0.0151  25.864
Si  2.5659  2.6679  25.8798
Si  32.4443  5.3575  25.8213
Si  2.6369  8.0686  26.2058
Si  32.4698  10.6374  25.8848
Si  2.5061  13.5157  25.9258
Si  5.3925  -0.0147  26.0819
Si  8.1511  2.7496  25.7752
Si  5.4936  5.4397  26.0301
Si  8.1835  8.1551  26.0181
Si  5.3733  10.9956  26.2288
Si  8.2176  13.6714  25.96
Si  10.9153  0.0701  25.7034
Si  13.7289  2.8173  25.5221
Si  10.9367  5.389  25.7565
Si  13.6335  8.2474  25.7511
Si  10.9028  10.9905  26.072
Si  13.7676  13.5558  25.935
Si  16.4193  0.087  26.0768
Si  19.2147  2.8786  25.8713
Si  16.3785  5.5608  25.5792
Si  19.1581  8.2257  25.7578
Si  16.4813  10.8994  25.848
Si  19.2212  13.8356  25.9721
Si  21.9392  0.2896  25.7493
Si  24.5373  2.7103  25.4092
Si  21.8393  5.5278  25.4213
Si  24.4291  8.034  25.7037
Si  21.8091  10.8192  25.5681
Si  24.5132  13.6861  25.8239
Si  27.2296  -0.1705  25.6128
Si  29.7231  2.6164  25.6731
Si  27.0383  5.2549  25.7813
Si  29.7667  8.1544  25.6231
Si  27.1051  10.793  25.8809
Si  29.9301  13.3493  26.034
Si  1.3533  15.1487  27.1477
Si  3.6009  1.0607  27.2368
Si  0.8676  3.7349  27.113
Si  4.3991  7.002  27.4355
Si  0.7748  9.0454  27.3534
Si  3.9413  12.5592  27.5031
Si  7.1608  15.2534  27.3315
Si  9.3298  1.1938  27.0209
Si  7.1879  4.3085  27.253
Si  9.4539  6.4955  27.1562
Si  6.6022  9.301  27.388
Si  9.8786  12.7679  27.3664
Si  12.1611  14.8964  26.9591
Si  15.2289  1.9172  27.0455
Si  12.6693  4.3159  26.9233
Si  14.8355  6.6595  26.9399
Si  12.5538  9.7606  27.2035
Si  14.8961  11.865  27.258
Si  17.9799  15.2582  27.5125
Si  21.0651  2.0293  27.1422
Si  17.4999  4.0845  26.9479
Si  20.8016  6.9902  26.8899
Si  18.1916  9.8967  27.1388
Si  20.4477  12.0625  26.9459
Si  23.5888  -0.7799  27.0075
Si  25.8318  1.297  26.7229
Si  23.2288  4.1599  26.6429
Si  25.3509  6.3039  27.0371
Si  22.8737  9.2523  26.9439
Si  25.9997  12.4409  27.1719
Si  28.2522  14.5861  27.0777
Si  31.2124  1.5754  27.1171
Si  27.9979  3.4723  27.0134
Si  31.1389  6.923  26.9792
Si  28.5887  9.4735  27.1576
Si  30.9334  11.5523  27.4162
Si  9.3492  5.7576  33.6483
Si  9.2453  0.9012  32.3498
Si  2.3805  7.4092  32.2131
Si  31.6616  5.3349  30.8892
Si  3.7184  10.1717  32.7205
Si  3.7534  12.2381  30.4683
Si  4.0657  5.666  30.3126
Si  6.3348  3.5895  30.1879
Si  4.3898  1.1522  30.1596
Si  12.8474  11.3002  35.1488
Si  10.417  2.0339  29.8185
Si  6.0884  -0.7842  37.1137
Si  8.9918  12.07  37.1134
Si  10.5377  13.4788  35.1931
Si  17.3132  14.6099  31.8046
Si  20.6049  10.8103  35.828
Si  11.6163  7.6501  29.2569
Si  11.8783  1.7051  33.7263
Si  26.6364  12.1446  33.6033
Si  20.3029  14.9138  31.063
Si  19.4985  0.9793  29.5568
Si  25.9222  5.2414  35.1349
Si  16.0584  5.0638  31.7611
Si  18.1253  8.6269  29.9535
Si  21.9815  13.7569  28.9988
Si  1.0705  12.8164  31.6144
Si  29.611  5.1583  29.0169
Si  32.1733  9.2399  34.4937
Si  24.2156  11.1101  32.206
Si  3.2615  12.1695  37.1156
Si  22.4702  15.057  36.7267
Si  32.7164  2.2084  33.7844
Si  4.7961  4.1843  36.9627
Si  9.4967  12.3524  30.4716
Si  32.2599  8.1516  31.5482
Si  32.5876  10.5641  29.7975
Si  30.6753  14.0714  35.8145
Si  30.2561  3.8194  33.2689
Si  29.4612  8.627  35.8868
Si  28.6912  1.5348  36.5157
Si  4.853  4.2195  33.946
Si  1.5504  4.1063  30.0521
Si  13.6309  15.365  29.4551
Si  6.4838  6.524  33.8549
Si  6.5611  9.305  32.723
Si  12.6074  8.4055  36.3881
Si  5.8844  14.9892  34.0231
Si  14.1733  2.9578  32.1159
Si  16.1538  13.5425  29.3308
Si  13.163  1.6539  36.303
Si  16.5287  7.0833  33.8436
Si  14.46  7.0386  29.8147
Si  6.9977  10.7574  35.0902
Si  7.8856  9.7533  30.2325
Si  16.031  1.3084  36.0283
Si  19.939  5.2042  35.8917
Si  17.2353  14.9119  34.9542
Si  15.5293  8.9287  31.7303
Si  15.1935  0.2116  31.6172
Si  25.6122  7.58  36.8252
Si  23.1392  2.7802  33.262
Si  24.1899  3.0338  36.04
Si  20.5398  4.0683  33.2582
Si  29.3475  13.4455  33.2505
Si  14.8685  13.2986  34.9824
Si  19.6988  13.5851  36.2096
Si  26.7176  8.0635  29.2584
Si  31.9661  12.2932  33.8778
Si  22.227  9.5896  33.6849
Si  1.6307  4.5785  37.1035
Si  22.9665  13.7546  31.7629
Si  9.9211  6.8723  36.2272
Si  4.4188  12.5277  34.4268
Si  6.6827  2.0839  36.6983
Si  25.5704  14.9698  32.8503
Si  5.3195  14.4775  29.3994
Si  1.5136  1.2634  31.2076
Si  1.2524  9.7687  36.9051
Si  13.2482  15.1508  33.4538
Si  6.4683  1.6421  33.6569
Si  7.0812  8.0147  36.2648
Si  1.8197  4.8043  34.0456
Si  32.6639  15.0996  29.9031
Si  9.5566  7.3114  31.1936
Si  11.7786  -0.9768  36.9644
Si  9.1836  4.3783  31.1622
Si  17.5535  3.779  36.8737
Si  16.7091  9.5983  36.9201
Si  8.7114  14.209  32.7889
Si  14.3469  11.5822  32.6298
Si  20.8047  6.9867  33.6623
Si  13.1721  2.548  29.2864
Si  14.9773  7.0147  36.2383
Si  19.7177  9.3657  32.2125
Si  12.3539  13.2891  31.3432
Si  18.2671  9.4506  34.6051
Si  28.2061  -0.3724  31.8772
Si  24.1073  0.4233  34.6839
Si  18.6111  3.6067  31.0007
Si  31.6037  0.5518  36.1254
Si  27.1088  10.3022  36.0493
Si  25.6483  3.9654  32.4817
Si  19.0765  5.7348  29.0819
Si  27.5792  5.9936  31.308
Si  27.833  2.1485  33.6129
Si  24.6798  10.4891  29.216
Si  29.7978  -0.0863  29.3082
Si  28.6921  5.9623  34.3184
Si  1.302  14.9528  5.5732
Si  4.0558  1.3761  5.5661
Si  1.3341  4.0709  5.5218
Si  4.0863  6.7682  5.5471
Si  1.3243  9.5156  5.5808
Si  4.0643  12.2578  5.576
Si  6.7829  14.9631  5.5203
Si  9.5119  1.3653  5.4303
Si  6.7878  4.052  5.493
Si  9.5299  6.7675  5.5065
Si  6.7814  9.4913  5.5625
Si  9.5138  12.2208  5.5288
Si  12.2472  14.9917  5.465
Si  14.9866  1.3655  5.4249
Si  12.2572  4.0518  5.4427
Si  14.9647  6.7785  5.4172
Si  12.228  9.5044  5.4468
Si  14.9702  12.2409  5.3962
Si  17.7104  14.9411  5.405
Si  20.4776  1.3533  5.3447
Si  17.7014  4.0814  5.3687
Si  20.3954  6.8186  5.372
Si  17.6959  9.5118  5.3925
Si  20.4316  12.2054  5.362
Si  23.177  14.9529  5.3404
Si  25.874  1.381  5.3969
Si  23.1468  4.085  5.3861
Si  25.8422  6.8462  5.364
Si  23.1488  9.5253  5.343
Si  25.8455  12.2892  5.3544
Si  28.5283  14.9716  5.4085
Si  31.2325  1.3801  5.4963
Si  28.5285  4.083  5.4411
Si  31.2732  6.7991  5.5359
Si  28.5565  9.5362  5.4237
Si  31.2347  12.2698  5.5075
Si  2.6936  -0.0015  6.8944
Si  5.4427  2.7206  6.8903
Si  2.7032  5.4234  6.884
Si  5.4339  8.13  6.9078
Si  2.7105  10.8735  6.9076
Si  5.4346  13.6186  6.9022
Si  8.1746  0.0071  6.8336
Si  10.877  2.711  6.8052
Si  8.1548  5.4138  6.8496
Si  10.8887  8.1484  6.8368
Si  8.1538  10.8673  6.886
Si  10.8934  13.6119  6.829
Si  13.6166  0.0231  6.8045
Si  16.349  2.7338  6.7629
Si  13.6072  5.4291  6.7937
Si  16.3268  8.1573  6.7591
Si  13.6031  10.887  6.7747
Si  16.3366  13.5888  6.7654
Si  19.0846  0.0092  6.7225
Si  21.7852  2.7233  6.7438
Si  19.0469  5.4481  6.7398
Si  21.7716  8.1788  6.7198
Si  19.0614  10.8724  6.7463
Si  21.7916  13.5965  6.7048
Si  24.4979  0.0047  6.7324
Si  27.196  2.7209  6.8028
Si  24.5014  5.4594  6.735
Si  27.1821  8.1832  6.769
Si  24.4902  10.9023  6.7133
Si  27.1802  13.6152  6.7714
Si  29.8806  -0.0084  6.8141
Si  32.6174  2.7085  6.8648
Si  29.889  5.4254  6.8301
Si  32.6176  8.1476  6.9104
Si  29.8958  10.8739  6.8286
Si  32.5922  13.5923  6.9015
Si  1.3373  1.36  8.2353
Si  4.0751  4.0736  8.238
Si  1.3591  6.7919  8.2409
Si  4.0773  9.5074  8.2475
Si  1.3394  12.2358  8.2394
Si  4.0687  14.9696  8.2466
Si  6.8152  1.3523  8.2161
Si  9.5288  4.0635  8.1926
Si  6.8122  6.773  8.2319
Si  9.5307  9.5048  8.211
Si  6.7985  12.2387  8.2342
Si  9.5266  14.961  8.1923
Si  12.2405  1.3618  8.1683
Si  14.9765  4.0756  8.141
Si  12.2528  6.7849  8.1745
Si  14.9618  9.5168  8.1262
Si  12.2551  12.2402  8.1653
Si  14.9763  14.9566  8.1345
Si  17.7088  1.3568  8.1027
Si  20.4056  4.0805  8.0971
Si  17.6875  6.8003  8.1171
Si  20.416  9.5192  8.1068
Si  17.6956  12.2296  8.1154
Si  20.4282  14.9564  8.0816
Si  23.138  1.3613  8.1029
Si  25.8332  4.0977  8.1297
Si  23.1207  6.809  8.0892
Si  25.8276  9.5474  8.1143
Si  23.1279  12.2431  8.0921
Si  25.8318  14.9734  8.1281
Si  28.5449  1.3611  8.1713
Si  31.2621  4.0823  8.1998
Si  28.5305  6.8123  8.1514
Si  31.2501  9.5265  8.2159
Si  28.5347  12.254  8.153
Si  31.2408  14.9767  8.2116
Si  32.6215  -0.0068  9.5748
Si  2.7163  2.7106  9.5856
Si  32.6308  5.4265  9.5699
Si  2.7198  8.1489  9.5959
Si  32.6256  10.8683  9.578
Si  2.712  13.595  9.587
Si  5.4492  0.0037  9.5831
Si  8.1712  2.7153  9.5684
Si  5.4426  5.4287  9.5902
Si  8.1694  8.1491  9.5737
Si  5.4421  10.8751  9.5888
Si  8.1686  13.6069  9.5667
Si  10.886  0.0042  9.5426
Si  13.6046  2.7283  9.5121
Si  10.8848  5.4358  9.5417
Si  13.6077  8.1658  9.5126
Si  10.8922  10.8861  9.5412
Si  13.6116  13.6086  9.5132
Si  16.3357  0.0084  9.4778
Si  19.0473  2.7266  9.4702
Si  16.3254  5.4495  9.4919
Si  19.0456  8.1658  9.4707
Si  16.3225  10.8809  9.4825
Si  19.0534  13.6095  9.4563
Si  21.7691  0.0016  9.4584
Si  24.4781  2.7257  9.4781
Si  21.7617  5.4478  9.4563
Si  24.4721  8.1691  9.4642
Si  21.7661  10.889  9.4621
Si  24.4748  13.6005  9.4728
Si  27.1863  -0.0033  9.5116
Si  29.9109  2.7095  9.5403
Si  27.1884  5.4427  9.5074
Si  29.8947  8.1479  9.5388
Si  27.1857  10.8833  9.5016
Si  29.8949  13.5931  9.5404
Si  1.3548  14.9585  10.932
Si  4.0872  1.3577  10.941
Si  1.3588  4.0748  10.9323
Si  4.0883  6.793  10.9462
Si  1.3574  9.5151  10.9348
Si  4.0811  12.2365  10.9407
Si  6.808  14.9584  10.9353
Si  9.528  1.3541  10.9205
Si  6.8092  4.0687  10.9363
Si  9.5288  6.7883  10.9213
Si  6.8087  9.5127  10.9341
Si  9.5294  12.2402  10.9126
Si  12.2454  14.9582  10.888
Si  14.9652  1.3587  10.8548
Si  12.2442  4.0763  10.8935
Si  14.9621  6.8017  10.8662
Si  12.2467  9.5182  10.8903
Si  14.9653  12.2382  10.8606
Si  17.6881  14.9616  10.8319
Si  20.4049  1.3618  10.8236
Si  17.6812  4.0815  10.8411
Si  20.3997  6.8016  10.827
Si  17.6784  9.52  10.8386
Si  20.3996  12.2459  10.8219
Si  23.1177  14.9637  10.8291
Si  25.8324  1.3691  10.8519
Si  23.1136  4.088  10.8277
Si  25.8267  6.8117  10.8446
Si  23.1154  9.5254  10.8282
Si  25.8299  12.247  10.8492
Si  28.5452  14.962  10.8835
Si  31.2712  1.3617  10.9162
Si  28.5526  4.0836  10.8749
Si  31.2715  6.7993  10.9036
Si  28.5448  9.5247  10.8756
Si  31.2682  12.2429  10.9081
Si  2.7288  -0.0106  12.29
Si  5.4501  2.7136  12.3005
Si  2.7269  5.4281  12.2925
Si  5.4492  8.1565  12.2984
Si  2.7259  10.8701  12.2926
Si  5.4478  13.5963  12.2944
Si  8.1663  0.0012  12.2912
Si  10.882  2.7249  12.2698
Si  8.1649  5.4365  12.2903
Si  10.8833  8.1656  12.2646
Si  8.1669  10.8839  12.2814
Si  10.8829  13.609  12.2656
Si  13.5999  0.0113  12.2338
Si  16.3132  2.7315  12.21
Si  13.5957  5.4516  12.2405
Si  16.3151  8.1731  12.2159
Si  13.6002  10.891  12.2393
Si  16.3207  13.6118  12.2058
Si  19.0376  0.0102  12.1892
Si  21.7551  2.7273  12.1866
Si  19.0343  5.451  12.1952
Si  21.7529  8.1673  12.187
Si  19.0329  10.8925  12.1876
Si  21.7539  13.6058  12.1837
Si  24.4744  0.0005  12.1968
Si  27.1986  2.7141  12.2205
Si  24.4729  5.442  12.1957
Si  27.1925  8.1539  12.2187
Si  24.473  10.8793  12.196
Si  27.192  13.5921  12.224
Si  29.9162  -0.0133  12.2516
Si  32.6447  2.7072  12.2784
Si  29.9213  5.4271  12.2459
Si  32.6416  8.1443  12.2731
Si  29.917  10.8668  12.2463
Si  32.6411  13.5869  12.2749
Si  1.3717  1.3516  13.6407
Si  4.0894  4.0734  13.656
Si  1.3707  6.7942  13.6401
Si  4.0895  9.5157  13.6569
Si  1.3693  12.2337  13.6415
Si  4.0908  14.9541  13.6569
Si  6.8073  1.3545  13.6627
Si  9.5196  4.075  13.6477
Si  6.8051  6.7955  13.6566
Si  9.521  9.5204  13.6364
Si  6.8068  12.2365  13.6538
Si  9.5227  14.9582  13.6466
Si  12.2379  1.3585  13.6181
Si  14.9513  4.0842  13.5881
Si  12.2347  6.802  13.6207
Si  14.9536  9.5266  13.5924
Si  12.2388  12.2444  13.616
Si  14.9563  14.9644  13.58
Si  17.6718  1.3659  13.5568
Si  20.3925  4.0875  13.5469
Si  17.6718  6.8092  13.5653
Si  20.3884  9.5299  13.5434
Si  17.6727  12.247  13.5598
Si  20.3927  14.9649  13.5422
Si  23.1145  1.3661  13.5452
Si  25.8381  4.082  13.5591
Si  23.1129  6.8069  13.5463
Si  25.8361  9.5229  13.5595
Si  23.1112  12.2456  13.5423
Si  25.8354  14.9635  13.5621
Si  28.5605  1.3568  13.5898
Si  31.2889  4.0777  13.617
Si  28.5636  6.7979  13.5821
Si  31.2878  9.5147  13.6137
Si  28.5612  12.2358  13.5858
Si  31.2848  14.9527  13.617
Si  32.6573  -0.023  14.9836
Si  2.7352  2.7036  15.0091
Si  32.6594  5.4227  14.9868
Si  2.732  8.1484  15.0103
Si  32.657  10.8593  14.9865
Si  2.7353  13.5844  15.0105
Si  5.4486  -0.0077  15.026
Si  8.1602  2.721  15.025
Si  5.4431  5.437  15.0205
Si  8.1585  8.1678  15.01
Si  5.4478  10.8771  15.0206
Si  8.159  13.6019  15.0172
Si  10.8772  0.009  15.0008
Si  13.5885  2.7338  14.9658
Si  10.8708  5.4505  14.9981
Si  13.5862  8.1787  14.9678
Si  10.8713  10.8944  14.989
Si  13.5944  13.6195  14.962
Si  16.3085  0.0157  14.9285
Si  19.0265  2.7346  14.9067
Si  16.3036  5.4606  14.9339
Si  19.0251  8.1835  14.9136
Si  16.3096  10.9016  14.9372
Si  19.0306  13.6145  14.9079
Si  21.7523  0.0047  14.8949
Si  24.4809  2.7155  14.9066
Si  21.7492  5.4522  14.902
Si  24.4773  8.1611  14.905
Si  21.746  10.8937  14.8962
Si  24.4737  13.5985  14.902
Si  27.2054  -0.0162  14.931
Si  29.9331  2.7031  14.9533
Si  27.2093  5.4268  14.9227
Si  29.9355  8.1398  14.9519
Si  27.2047  10.8669  14.9247
Si  29.9327  13.5761  14.9564
Si  1.3753  14.9433  16.3616
Si  4.0869  1.3496  16.3872
Si  1.3811  4.0688  16.3595
Si  4.0864  6.7956  16.3868
Si  1.3772  9.5095  16.3673
Si  4.0899  12.2305  16.3893
Si  6.7996  14.9505  16.3965
Si  9.5169  1.3574  16.3854
Si  6.7925  4.0783  16.3899
Si  9.5087  6.8082  16.3711
Si  6.8019  9.5199  16.3884
Si  9.5134  12.2394  16.3767
Si  12.2365  14.9636  16.3517
Si  14.9471  1.3637  16.3077
Si  12.2278  4.0844  16.3481
Si  14.9471  6.8172  16.3139
Si  12.225  9.5354  16.3433
Si  14.9535  12.2604  16.3123
Si  17.6698  14.9721  16.2721
Si  20.3871  1.3629  16.2462
Si  17.6662  4.0945  16.2726
Si  20.3889  6.8214  16.2565
Si  17.6707  9.5447  16.2883
Si  20.3908  12.2559  16.26
Si  23.1136  14.9634  16.2479
Si  25.841  1.3496  16.2673
Si  23.1175  4.0868  16.2442
Si  25.8498  6.8006  16.2536
Si  23.1124  9.5341  16.2406
Si  25.8404  12.2391  16.2541
Si  28.5717  14.9411  16.292
Si  31.299  1.3469  16.3183
Si  28.5744  4.0703  16.2904
Si  31.3031  6.7908  16.3271
Si  28.5764  9.5105  16.2835
Si  31.2991  12.224  16.3285
Si  2.7326  -0.027  17.7404
Si  5.4303  2.7192  17.7604
Si  2.7286  5.4263  17.7433
Si  5.4399  8.1618  17.7561
Si  2.7368  10.8588  17.7489
Si  5.4393  13.5888  17.7689
Si  8.1551  -0.0043  17.7599
Si  10.8746  2.7319  17.7368
Si  8.1394  5.4589  17.7445
Si  10.856  8.1904  17.7208
Si  8.1488  10.8894  17.757
Si  10.8735  13.6082  17.7282
Si  13.5982  0.0135  17.6994
Si  16.3099  2.737  17.6398
Si  13.5854  5.4633  17.6874
Si  16.3008  8.1998  17.6553
Si  13.5813  10.9174  17.6827
Si  16.3192  13.6292  17.6565
Si  19.0297  0.0153  17.6163
Si  21.7575  2.7183  17.5835
Si  19.0222  5.4704  17.6115
Si  21.7456  8.1976  17.5989
Si  19.0276  10.921  17.6358
Si  21.7542  13.6168  17.6076
Si  24.4838  -0.0218  17.6103
Si  27.2122  2.6971  17.6219
Si  24.4819  5.4469  17.5923
Si  27.22  8.1415  17.6167
Si  24.4744  10.886  17.5948
Si  27.2106  13.5669  17.626
Si  29.9464  -0.0333  17.6504
Si  32.6672  2.6859  17.6942
Si  29.9507  5.4092  17.6582
Si  32.6592  8.138  17.7139
Si  29.9427  10.8457  17.6613
Si  32.6664  13.5628  17.7075
Si  1.3731  1.3361  19.087
Si  4.0753  4.081  19.1366
Si  1.3713  6.7867  19.1005
Si  4.091  9.5124  19.1385
Si  1.3728  12.21  19.1057
Si  4.0659  14.933  19.1356
Si  6.7757  1.3464  19.1218
Si  9.4976  4.0972  19.0919
Si  6.7845  6.8105  19.1358
Si  9.5001  9.5325  19.1227
Si  6.7886  12.2309  19.1482
Si  9.5133  14.9446  19.1178
Si  12.2423  1.3614  19.0853
Si  14.9568  4.0894  19.0145
Si  12.2308  6.8362  19.0542
Si  14.9544  9.5784  19.0264
Si  12.2335  12.2535  19.0877
Si  14.9732  14.9748  19.0442
Si  17.6713  1.3707  18.9786
Si  20.394  4.0854  18.9189
Si  17.6723  6.8372  18.9855
Si  20.4048  9.5704  18.9711
Si  17.6858  12.2892  19.0173
Si  20.389  14.9731  18.9634
Si  23.1086  1.3461  18.9346
Si  25.8423  4.0761  18.9363
Si  23.1243  6.8357  18.9185
Si  25.8479  9.5217  18.9253
Si  23.1248  12.2566  18.9472
Si  25.8455  14.9251  18.9634
Si  28.5748  1.3239  18.9763
Si  31.3108  4.0484  19.0313
Si  28.5933  6.7895  18.9785
Si  31.2965  9.5034  19.0554
Si  28.5688  12.2001  18.9878
Si  31.305  14.9371  19.0312
Si  32.6731  -0.0623  20.4273
Si  2.7015  2.7041  20.4778
Si  32.6433  5.4047  20.4302
Si  2.7325  8.1356  20.4869
Si  32.6531  10.8374  20.4537
Si  2.72  13.5476  20.5085
Si  5.4089  -0.013  20.5006
Si  8.1287  2.7349  20.4582
Si  5.4196  5.4601  20.5157
Si  8.1176  8.1964  20.5069
Si  5.4302  10.8738  20.5372
Si  8.1484  13.5946  20.5095
Si  10.8861  -0.0095  20.4599
Si  13.6364  2.7245  20.4125
Si  10.8531  5.4953  20.4188
Si  13.588  8.2313  20.3854
Si  10.8658  10.9043  20.4703
Si  13.6209  13.6199  20.4205
Si  16.3537  0.0151  20.3828
Si  19.0452  2.7413  20.2903
Si  16.3187  5.4673  20.3415
Si  19.0274  8.2319  20.316
Si  16.3072  10.9591  20.3794
Si  19.0549  13.6508  20.3751
Si  21.7517  0.002  20.3043
Si  24.4798  2.7017  20.2606
Si  21.7557  5.4658  20.2268
Si  24.478  8.1995  20.2717
Si  21.7553  10.952  20.3244
Si  24.5012  13.5613  20.3253
Si  27.2256  -0.061  20.3089
Si  29.9504  2.6526  20.3393
Si  27.217  5.4221  20.2819
Si  29.9332  8.1277  20.3852
Si  27.2049  10.8247  20.3192
Si  29.9335  13.5526  20.3362
O  32.3938  2.6168  27.5607
O  0.6399  14.5625  28.4991
O  3.9459  1.7015  28.6973
O  3.2547  4.6068  37.1571
O  3.6566  6.9941  38.7305
O  28.8622  15.3309  28.3712
O  25.973  6.9083  28.4073
O  32.1706  8.3007  33.1726
O  5.5734  2.1937  30.5859
O  5.4861  8.1763  27.8395
O  3.6466  6.8385  31.3635
O  3.4013  11.8826  28.9069
O  12.5946  14.446  30.2618
O  12.7736  2.7506  32.8827
O  6.9568  0.5736  37.1966
O  13.2236  8.175  37.8638
O  15.2807  7.224  28.4183
O  7.3813  9.8924  28.7056
O  9.904  1.9801  28.3058
O  10.8469  10.8724  0.0828
O  16.7132  -0.2698  31.2856
O  13.8258  5.4156  27.2231
O  17.9334  4.9942  28.219
O  17.4168  14.084  28.489
O  8.174  11.4818  35.8833
O  14.0753  12.1534  35.7969
O  20.8603  11.0245  37.406
O  9.5211  1.0963  30.7711
O  20.6958  1.5328  28.6383
O  16.4249  2.9634  27.4594
O  21.7954  8.1455  27.49
O  17.6821  9.309  28.5675
O  19.3141  11.0338  27.5482
O  24.7492  0.301  27.5207
O  24.1611  3.4045  32.1504
O  24.2228  5.1796  27.4881
O  25.4252  5.0714  33.6258
O  19.526  4.6978  30.2232
O  27.2314  10.9681  37.5115
O  11.5814  4.325  38.5376
O  23.5153  9.9478  28.2533
O  31.9798  10.7057  33.9061
O  13.8717  14.5777  34.8284
O  4.6332  -0.3829  37.6824
O  11.3066  14.8854  35.4714
O  9.3967  -0.6722  32.6065
O  8.6092  7.7264  35.8164
O  16.2166  13.8567  35.6802
O  16.8213  0.1415  35.2247
O  15.84  0.8329  37.5723
O  20.0954  1.3763  38.8004
O  1.816  8.5439  37.7859
O  19.1754  3.6107  32.5164
O  6.6194  9.8716  31.2218
O  10.4492  6.9943  28.3466
O  15.2237  5.9208  30.6792
O  25.3095  12.4555  38.4524
O  20.85  5.1957  37.2514
O  22.0013  -0.104  37.7493
O  1.4566  4.3922  28.4733
O  23.4982  3.1442  37.5077
O  11.5059  12.1929  35.155
O  32.6681  10.4644  37.7162
O  6.5558  9.519  36.0231
O  31.1354  2.5191  33.6174
O  5.3055  5.603  33.2443
O  19.8494  12.1874  35.3943
O  21.5852  12.53  28.0407
O  28.0022  4.5439  38.5279
O  5.1697  2.5946  37.0922
O  22.6561  9.6902  38.588
O  26.3804  2.6424  33.0948
O  26.6556  -0.8547  31.7493
O  14.3017  12.4582  38.6764
O  25.4541  1.7014  38.4641
O  7.6337  3.0913  37.5331
O  10.5187  -0.3952  37.7863
O  22.9508  13.3189  30.2048
O  28.7602  3.975  28.3555
O  30.7615  12.7597  32.8983
O  9.6008  7.1357  32.8046
O  12.4519  14.0872  37.7288
O  10.1125  11.0373  37.6248
O  19.8128  7.8105  32.6793
O  29.3293  2.6607  37.4957
O  5.8296  11.8185  34.7872
O  3.142  1.1648  31.2119
O  12.8549  -0.5076  28.1234
O  19.3673  9.4266  30.6418
O  31.6652  11.5815  28.902
O  31.9522  0.7466  37.6965
O  9.6985  4.4893  32.705
O  0.7292  12.7706  33.203
O  15.4938  8.1154  33.13
O  27.1217  13.5397  27.6466
O  23.3391  1.1922  33.4824
O  26.2755  8.9303  36.2547
O  6.124  7.1008  35.3311
O  18.3414  5.0158  36.183
O  11.0096  7.8447  30.7345
O  17.1198  14.5806  33.3894
O  12.2719  14.0218  32.7974
O  5.3143  4.4685  35.4727
O  24.6157  1.4947  35.7799
O  9.1489  5.8743  30.5777
O  32.2632  7.9003  27.6941
O  30.962  12.2472  38.5996
O  0.9876  9.8215  28.7802
O  0.8198  1.2637  32.6854
O  18.6626  2.1933  30.2148
O  17.2647  15.1523  38.4728
O  11.9745  1.6001  29.8524
O  25.7815  9.3465  29.4442
O  14.8797  6.0571  37.5358
O  16.5464  13.4756  30.9054
O  0.8763  0.0577  30.3654
O  0.7743  3.6642  33.5596
O  8.1826  12.3989  38.463
O  7.7822  5.5866  33.983
O  28.5741  9.9181  35.4837
O  27.6488  0.6058  37.3992
O  9.079  1.5217  38.866
O  14.5362  1.5454  35.4516
O  25.4638  4.0253  36.0919
O  11.9705  2.0918  35.2984
O  18.4915  7.084  29.7127
O  0.7547  11.4006  30.906
O  10.2798  3.5453  30.3491
O  3.4426  11.4725  33.661
O  22.193  3.1856  27.4681
O  7.1065  7.6993  37.8425
O  15.7062  8.3809  36.6872
O  14.2937  1.8273  28.3702
O  15.1681  12.6614  33.5141
O  26.8656  2.3552  27.5007
O  29.0692  14.6262  32.1982
O  8.9812  10.8429  30.6697
O  31.0744  4.6991  29.522
O  6.9971  2.036  35.1322
O  7.2106  14.4372  33.3055
O  28.0092  8.5985  28.42
O  15.3393  10.4828  32.0383
O  12.4876  0.225  33.5426
O  29.268  8.4528  37.4888
O  33.2466  5.1154  30.8705
O  13.2233  10.9339  33.6105
O  2.6198  13.1095  31.2451
O  33.3111  5.576  37.9419
O  12.8738  0.1912  36.9113
O  6.8115  7.716  32.814
O  31.7134  -1.0098  35.726
O  1.1231  2.6095  30.4161
O  13.6132  12.2824  31.3698
O  13.3222  2.6854  37.5324
O  15.1436  1.6616  32.2971
O  30.363  1.1756  28.4627
O  5.5124  2.9014  33.2724
O  6.6563  3.5475  28.5943
O  30.969  4.517  32.0481
O  1.1568  7.7639  31.2164
O  5.6311  0.2319  33.6174
O  19.048  13.3378  37.6798
O  7.7215  3.6991  31.0185
O  9.3063  12.5902  28.8814
O  23.2939  12.4031  32.5949
O  23.2942  3.4654  34.7514
O  0.8538  15.1577  38.6536
O  10.1814  5.8032  35.0298
O  0.8469  9.2002  35.4452
O  19.6957  7.1131  38.4673
O  21.5239  14.4711  32.0506
O  18.5439  10.0553  33.124
O  2.4946  -0.092  27.5982
O  11.0745  13.8569  27.6013
O  3.7018  12.946  35.7932
O  24.2507  7.9365  37.593
O  6.1393  9.824  38.8755
O  20.1569  0.1802  30.8048
O  16.9599  5.995  32.734
O  15.6713  12.1472  28.684
O  4.7089  13.9287  33.6395
O  31.0594  6.9275  38.5336
O  29.4678  14.1084  34.729
O  5.5116  4.962  30.4908
O  27.5293  5.2347  35.1634
O  25.3469  11.8008  28.5285
O  2.7136  8.8976  32.8326
O  24.0339  10.801  30.6449
O  28.8596  0.3215  30.566
O  16.6727  4.3316  38.1138
O  27.9118  2.1421  35.2297
O  22.0684  7.9843  33.9132
O  4.5588  11.6863  37.9464
O  2.4013  10.8741  36.7201
O  5.0824  9.5414  33.2709
O  17.1547  10.2268  35.4872
O  18.7465  14.6362  35.4367
O  5.5236  5.1033  38.0833
O  4.5506  14.0115  28.0259
O  25.7938  11.3404  32.481
O  27.0045  7.3979  30.7114
O  14.9432  14.5507  29.0263
O  20.343  4.0051  34.8712
O  8.4894  8.3031  30.5311
O  17.7632  7.9201  34.456
O  8.6543  13.3842  31.3962
O  13.7125  10.8186  27.6598
O  8.2875  0.0796  27.5994
O  28.7738  5.628  30.2966
O  28.2389  0.6854  33.0899
O  6.0616  14.9484  35.6297
O  7.5592  10.1457  33.6907
O  14.4057  8.4015  30.6931
O  29.968  6.3445  27.9784
O  9.6409  13.4177  36.5433
O  23.7055  9.8886  33.1286
O  20.1793  6.6004  35.1081
O  21.1405  10.0539  32.5498
O  1.3299  4.9772  35.5795
O  28.799  3.2425  32.9149
O  18.8893  14.3955  31.5946
O  21.1843  14.1854  36.3337
O  32.6584  1.4297  35.2265
O  20.3398  6.0852  28.1569
O  8.3391  5.4068  27.6972
O  28.1945  12.3061  33.2073
O  31.3394  6.9046  31.0857
O  1.9057  6.2608  33.305
O  1.3568  3.1318  37.8073
O  24.1618  14.7872  32.0805
O  6.7188  14.4607  38.1021
O  21.6475  3.0263  32.7461
O  7.7692  1.4334  32.7308
O  5.0705  13.2307  30.4259
O  30.0139  0.8242  35.9197
O  28.9692  7.3547  35.0473
O  14.2046  0.2643  30.3414
O  15.8278  6.3003  35.0697
O  25.2689  6.6396  35.5773
O  16.944  8.6699  31.027
O  11.0329  12.4705  30.9541
O  29.9003  14.0456  37.2486
O  4.8557  -0.4113  30.0178
O  22.751  14.9709  28.2784
O  25.4016  -0.2738  34.0389
O  13.5579  7.3989  35.5512
O  3.0539  4.4199  30.5152
O  13.8982  3.2317  30.5465
O  3.8916  10.8091  31.2285
O  9.8243  6.1169  37.6575
O  23.5729  14.1334  37.4644
O  20.5766  14.2637  29.6067
O  2.4263  13.238  37.9512
O  18.6752  2.855  37.5399
O  9.5993  13.435  33.8903
O  14.9881  4.2386  32.657
O  17.9933  9.0289  37.7254
O  12.3859  3.64  28.3757
O  3.2561  4.0797  33.8994
O  19.6564  9.549  35.4403
O  11.0877  7.9578  36.2943
O  32.7818  13.9621  31.0102
O  12.0225  9.0581  28.5759
O  21.0811  5.5729  32.9178
O  26.5423  6.6895  37.8173
O  31.6425  12.8225  35.3836
O  17.0585  4.0507  31.0073
O  12.9191  6.7062  29.4305
O  26.0215  13.635  33.6404
O  31.0929  15.4084  29.777
O  31.794  9.4351  30.6698
O  3.9389  6.3026  28.8301
O  30.9903  8.8577  35.5059
O  3.2419  1.5082  38.712
O  23.1197  -0.6419  35.3898
O  12.688  9.9459  35.9727
O  16.0153  10.7776  37.7356
O  21.9802  10.4833  35.0267
O  10.3504  1.6937  33.2257
O  26.4795  4.7672  31.3311
O  16.7355  2.7713  35.9071
O  28.1926  6.2244  32.7908
O  18.5968  0.0592  28.5494
O  29.67  10.559  27.7286
O  30.0035  4.9933  34.3713
O  14.558  -0.9537  32.5294
O  26.4626  11.3594  35.0112
O  6.8306  14.6795  28.8461

Results
total energy: -218730.254 eV
total energy less fixed offsets of O -438.35, Si -107.03 eV per atom: -11.534 eV

Forces (eV/angstrom), in the order of the atoms: element, x, y, z
Si  0.1545  -0.0457  0.8163
Si  0.3783  -0.1166  0.7597
Si  -0.0914  0.282  0.7108
Si  0.0622  -0.097  0.7116
Si  -0.1004  0.2623  0.774
Si  -0.2662  0.0665  0.7006
Si  0.0886  0.2207  0.7493
Si  0.2555  -0.172  0.713
Si  -0.3568  0.3065  0.7887
Si  -0.1344  0.188  0.6704
Si  0.3996  -0.0256  0.6351
Si  -0.3474  0.3896  0.706
Si  -0.1238  0.2253  0.7894
Si  -0.2217  0.0347  0.6988
Si  0.1399  -0.2122  0.6958
Si  0.0338  0.2232  0.7009
Si  0.2258  -0.191  0.7974
Si  0.1661  -0.1417  0.786
Si  0.0883  -0.1237  0.6635
Si  0.1766  -0.3231  0.6528
Si  -0.3489  0.3276  0.752
Si  0.3722  -0.1872  0.6161
Si  -0.1615  0.048  0.7398
Si  -0.1845  0.3044  0.7214
Si  -0.152  0.1989  0.8078
Si  0.0969  -0.3616  0.6483
Si  -0.1953  0.2373  0.6753
Si  -0.249  0.0389  0.7297
Si  0.1982  -0.1372  0.855
Si  0.0705  -0.2347  0.7658
Si  -0.4012  0.2599  0.6789
Si  -0.2463  0.0463  0.6988
Si  0.301  -0.0823  0.8317
Si  -0.0629  -0.2563  0.7252
Si  -0.1077  0.199  0.7427
Si  0.2295  -0.1597  0.744
Si  0.0226  -0.0042  -0.032
Si  -0.0032  -0.024  -0.0714
Si  -0.0158  -0.0499  -0.0782
Si  0.0058  -0.0514  -0.0452
Si  -0.0202  -0.0146  -0.0276
Si  0.0068  -0.0391  -0.0644
Si  -0.0376  0.0086  -0.0645
Si  0.0104  0.0222  -0.0204
Si  0.022  -0.0139  -0.054
Si  -0.0183  -0.0183  -0.029
Si  -0.0827  0.0082  -0.0079
Si  0.0155  -0.033  -0.0333
Si  0.0484  0.0366  -0.0934
Si  0.0089  0.0562  -0.0398
Si  0.0117  -0.0273  -0.0618
Si  -0.0374  -0.0578  -0.0511
Si  -0.0091  0.0182  -0.0402
Si  0.0185  0.0181  -0.0485
Si  -0.0184  0.0279  -0.0314
Si  -0.0157  0.0553  -0.0187
Si  0.0022  0.0183  0.0201
Si  -0.0619  -0.0247  -0.04
Si  0.0086  0.0124  -0.0367
Si  0.0419  -0.038  -0.0379
Si  0.0207  0.0016  -0.0197
Si  0.0071  -0.0058  -0.0066
Si  0.018  -0.0161  -0.0343
Si  0.0181  0.0306  -0.0424
Si  -0.0291  0.05  -0.0516
Si  0.0459  -0.0029  -0.0255
Si  0.0001  -0.0276  -0.0735
Si  0.0087  -0.0081  -0.0368
Si  0.0006  0.0037  -0.058
Si  0.0166  0.0142  -0.056
Si  -0.0004  -0.0133  -0.0516
Si  -0.0029  -0.0224  -0.0322
Si  0.0133  -0.0262  0.0296
Si  0.0007  0.0179  -0.0163
Si  -0.0064  0  0.023
Si  -0.0343  0.0182  0.0271
Si  0.0138  -0.0131  0.0134
Si  -0.0081  0.0282  0.0274
Si  0.0156  0.0134  0.0377
Si  -0.0144  -0.0025  0.0498
Si  0.0144  -0.0136  -0.0068
Si  0.005  0.0468  0.0341
Si  0.0092  -0.0504  0.0518
Si  0.0222  -0.0121  0.0225
Si  -0.0076  -0.0532  0.0109
Si  0.0141  -0.0092  0.0167
Si  0.0148  0.0077  0.033
Si  0.0215  -0.0236  0.012
Si  -0.0296  0.0202  0.0576
Si  -0.0155  0.0099  0.0345
Si  -0.01  -0.0053  0.0414
Si  -0.0273  -0.0071  0.032
Si  0.0127  0.0289  0.0077
Si  0.0071  -0.0117  0.0414
Si  -0.031  -0.0054  -0.0101
Si  0.0352  -0.0015  0.0045
Si  0.0042  -0.0246  0.0195
Si  -0.0047  0.028  0.006
Si  0.0095  0.0324  -0.0183
Si  -0.0284  -0.0097  -0.0195
Si  -0.0088  -0.0204  0.0512
Si  -0.0248  -0.0183  0.0017
Si  0.0132  -0.0129  -0.0255
Si  0.0026  0.063  0.0097
Si  0.003  -0.0352  0.0258
Si  -0.0027  0.0186  0.0163
Si  0.0197  0.019  0.0067
Si  -0.007  0.0357  0.0111
Si  -0.0005  -0.0301  -0.0083
Si  0.0025  -0.0044  -0.0382
Si  0.013  -0.0274  -0.0178
Si  -0.0132  0.0341  -0.025
Si  -0.0143  -0.0131  -0.006
Si  0.0002  -0.0212  0.0063
Si  0.0207  0.0257  0.0033
Si  0.0032  0.0127  -0.0465
Si  -0.032  -0.003  -0.0009
Si  0.0103  0.0079  0.0104
Si  0.0023  0.0254  -0.0217
Si  0.0026  -0.0312  -0.0144
Si  -0.0079  0.025  -0.0111
Si  0.0161  0.0194  -0.0008
Si  -0.0054  -0.0157  -0.0246
Si  -0.0293  0.0052  0.003
Si  0.0184  -0.0109  -0.0205
Si  0.0286  0.0061  -0.0193
Si  -0.0067  -0.0049  0.0047
Si  -0.0292  0.0227  -0.0339
Si  0.0036  0.022  0.003
Si  -0.0079  -0.0105  -0.0161
Si  -0.0059  0.0031  -0.0076
Si  -0.0102  0.0035  0.0054
Si  0.0145  0.0133  -0.02
Si  -0.0161  0.0337  -0.0146
Si  -0.0012  -0.0087  0.0071
Si  0.0067  -0.0138  -0.0142
Si  0.0159  -0.0024  -0.0394
Si  -0.0051  0.001  -0.0455
Si  -0.0138  -0.0061  0.0137
Si  0.0083  -0.0409  0.0074
Si  0.0346  -0.0168  -0.0252
Si  -0.0016  -0.0318  -0.0255
Si  0.0225  0.011  -0.0097
Si  -0.0093  0.0023  -0.026
Si  -0.0024  0.0114  0.0138
Si  0.0057  0.0048  0.0092
Si  -0.0109  0.019  0.0195
Si  0.0044  0.0067  0.0246
Si  -0.0052  0.008  0.0093
Si  -0.0015  0.0082  0.0169
Si  -0.0147  0.0099  0.0039
Si  0.0036  -0.0265  -0.0096
Si  0.0213  -0.0135  0.0114
Si  0.0141  -0.0178  0.0024
Si  0.0053  -0.0083  0.0119
Si  -0.0004  -0.0225  0.0188
Si  -0.0009  0.0092  0.002
Si  -0.0204  0.0034  0.0234
Si  -0.0002  0.0121  -0.0073
Si  0.0074  -0.0086  -0.0102
Si  0.0289  -0.0224  0.0185
Si  0.0048  0.0049  0.0184
Si  0.0127  -0.0089  0.0243
Si  -0.0217  0.0137  0.0154
Si  -0.0037  -0.0064  -0.0001
Si  0.0186  -0.0142  -0.0164
Si  0.0074  -0.0029  0.0168
Si  0.0157  0.0161  0.0044
Si  0.0066  -0.0078  -0.006
Si  -0.0119  -0.0029  -0.0148
Si  -0.0096  -0.0005  -0.025
Si  0.0053  -0.0106  0.0003
Si  0.0108  0.0098  0.0033
Si  0.0104  -0.0162  0.0119
Si  -0.0096  -0.0088  -0.0125
Si  0.0068  -0.0016  0.0209
Si  -0.0178  -0.0036  0.0028
Si  -0.0036  0.011  0.0042
Si  -0.0055  -0.0041  0.0012
Si  -0.0248  0.0327  -0.0045
Si  -0.0154  -0.0172  0.0276
Si  -0.0059  0.0079  -0.0151
Si  -0.0095  -0.0114  0.0134
Si  -0.001  0.0011  0.0505
Si  0.012  -0.0202  -0.0037
Si  0.0113  0.0251  0.0032
Si  0.0102  0.0269  0.0237
Si  -0.0058  0.0274  -0.013
Si  -0.0165  0.0274  0.013
Si  -0.0165  -0.0067  0.0083
Si  0.0075  0.0253  -0.0291
Si  0.0215  0.0085  0.0196
Si  0.0216  -0.0316  -0.0066
Si  0.0348  -0.0182  0.069
Si  -0.0119  -0.006  -0.0114
Si  -0.0532  -0.0097  -0.0121
Si  -0.0142  0.0076  0.035
Si  -0.0228  -0.0108  0.0069
Si  -0.0226  0.039  0.0315
Si  0.0083  0.0181  0.0297
Si  0.0165  0.0151  0.009
Si  -0.0279  -0.0077  -0.0109
Si  -0.0064  -0.017  0.0485
Si  -0.0191  0.0322  0.0019
Si  0.0136  -0.0094  0.0208
Si  -0.0053  0.0223  0.0337
Si  0.0013  0.0041  0.0151
Si  0.0131  -0.0154  0.0247
Si  -0.0157  -0.011  0.03
Si  0.0408  0.0186  0.0455
Si  0.0056  -0.0205  0.0143
Si  -0.0018  -0.024  0.0128
Si  0.0154  -0.0047  -0.0123
Si  -0.0025  -0.0272  0.0184
Si  -0.0074  0.0146  -0.0093
Si  -0.0076  -0.0155  -0.0184
Si  -0.0033  -0.0052  -0.0238
Si  0.0047  0.0104  0.0372
Si  -0.0334  0.0412  -0.0065
Si  0.0448  -0.0373  0.0065
Si  -0.0136  -0.0313  -0.0199
Si  -0.0198  0.0336  -0.0283
Si  0.0327  -0.0436  -0.021
Si  -0.0173  0.0236  -0.0399
Si  0.0071  -0.0229  -0.0295
Si  0.0502  -0.019  0.024
Si  -0.0139  0.001  0.0016
Si  0.0127  -0.0299  -0.043
Si  -0.0154  0.0025  -0.0311
Si  -0.0301  0.0427  -0.0327
Si  0.0163  -0.0108  -0.0432
Si  -0.0204  0.0107  -0.0118
Si  -0.0202  -0.0015  -0.0251
Si  0.0214  0.0167  0.0193
Si  -0.0319  0.0097  0.0029
Si  -0.0251  -0.0254  -0.0222
Si  0.0447  0.0139  -0.0039
Si  -0.0114  -0.0435  -0.0409
Si  0.0198  0.0367  0.0311
Si  0.028  0.028  0.0237
Si  -0.009  -0.0331  -0.087
Si  0.0266  0.0289  -0.064
Si  0.0274  0.0105  -0.0523
Si  -0.0151  0.01  -0.011
Si  0.0442  0  -0.0111
Si  -0.0293  -0.0014  -0.0455
Si  -0.0146  -0.0089  -0.0375
Si  0.0102  -0.014  -0.0204
Si  -0.0472  -0.0373  -0.0072
Si  0.0093  0.0126  -0.0032
Si  0.0024  -0.0022  0.0019
Si  -0.0447  0.0134  0.0191
Si  -0.0117  0.0236  0.0176
Si  -0.009  0.016  0.0574
Si  -0.017  0.0217  0.0309
Si  0.0114  0.0357  0.0412
Si  -0.0013  -0.0007  0.056
Si  0.0434  0.0355  0.061
Si  -0.0256  -0.0588  0.0377
Si  0.0055  0.0113  0.0609
Si  0.0103  0.0081  0.0685
Si  -0.0206  0.0009  0.047
Si  -0.0555  -0.0106  0.0325
Si  0.0081  0.0471  0.0483
Si  -0.0235  0.024  0.0727
Si  0.0043  -0.0036  -0.0032
Si  0.0103  -0.0257  0.0064
Si  -0.0139  0.0408  0.0339
Si  0.0164  0.0463  0.0809
Si  0.029  -0.0384  0.0172
Si  0.0102  0.0498  0.0598
Si  -0.0248  -0.0394  0.022
Si  -0.0411  0.0069  0.011
Si  -0.0075  -0.0081  0.0767
Si  0.0043  -0.0146  0.0053
Si  -0.0291  -0.0604  0.0261
Si  -0.0608  0.0038  0.0703
Si  0.0099  -0.0056  0.0621
Si  0.0017  0.0037  0.0587
Si  -0.0062  -0.0119  0.067
Si  0.0272  -0.0027  0.0254
Si  -0.0129  -0.0172  0.0539
Si  0.0435  -0.0324  0.0589
Si  0.0271  0.0292  0.0511
Si  0.0369  0.0543  0.083
Si  -0.0513  -0.0079  0.0194
Si  0.0304  0.021  0.0241
Si  -0.0117  -0.04  0.0478
Si  -0.1808  -0.1017  -0.6595
Si  0.2361  0.1603  -0.7484
Si  0.0842  0.0779  -0.7847
Si  -0.1653  -0.126  -0.783
Si  0.294  0.039  -0.7336
Si  0.0424  -0.2927  -0.6963
Si  -0.3041  -0.1688  -0.7345
Si  0.1593  0.0414  -0.7553
Si  -0.1578  -0.0492  -0.7251
Si  0.0185  0.1514  -0.653
Si  0.1023  0.1138  -0.743
Si  -0.1245  -0.4101  -0.7512
Si  0.1271  0.0186  -0.716
Si  0.0233  -0.3358  -0.7002
Si  -0.325  -0.1565  -0.67
Si  0.2432  0.2518  -0.5703
Si  -0.2081  -0.152  -0.7921
Si  0.1111  0.3378  -0.6246
Si  -0.0096  0.0765  -0.7929
Si  -0.3038  -0.1634  -0.8035
Si  0.2738  0.0169  -0.7024
Si  -0.2165  -0.0056  -0.7502
Si  -0.1122  -0.1809  -0.703
Si  -0.025  0.2101  -0.594
Si  -0.0067  -0.1069  -0.7765
Si  -0.0054  -0.0229  -0.5147
Si  0.0388  0.0275  -0.5968
Si  0.14  0.1244  -0.8008
Si  0.1945  0.0493  -0.7537
Si  -0.1967  -0.1694  -0.7686
Si  0.1462  0.0326  -0.8446
Si  -0.0932  -0.2562  -0.698
Si  -0.0027  0.1358  -0.827
Si  0.0889  -0.177  -0.596
Si  -0.3255  -0.0863  -0.6792
Si  0.2053  0.4213  -0.7558
Si  0.1394  0.0413  -0.0289
Si  0.0123  -0.0429  0.0647
Si  0.0943  -0.0534  0.0802
Si  -0.0204  0.0743  -0.1378
Si  -0.1026  0.0401  -0.0568
Si  0.0014  -0.0109  -0.1207
Si  0.0164  0.0701  -0.1321
Si  0.0234  -0.0165  -0.1603
Si  -0.0149  -0.0285  -0.1473
Si  0.0627  0.0162  -0.0631
Si  0.0384  -0.0635  -0.0405
Si  -0.1089  -0.0256  0.0599
Si  -0.0663  -0.0602  0.1625
Si  0.0163  0.0714  -0.0183
Si  -0.0056  0.0664  -0.0839
Si  0.0662  0.0175  0.0452
Si  0.0439  -0.0053  -0.146
Si  0.0487  -0.0529  -0.03
Si  -0.0049  -0.0016  -0.0123
Si  0.1501  0.0061  0.0626
Si  -0.0678  -0.0485  -0.082
Si  -0.0229  -0.0295  0.0116
Si  0.0352  0.085  0.0008
Si  0.0268  0.0664  -0.1525
Si  0.0142  -0.0313  -0.0408
Si  0.0676  -0.0244  0.0031
Si  -0.1156  -0.0344  -0.136
Si  -0.006  -0.0698  -0.0088
Si  0.0053  0.0801  0.021
Si  -0.0129  -0.1282  0.2432
Si  0.0028  0.0658  0.0951
Si  0.0842  0.0098  0.056
Si  -0.0228  0.0067  0.146
Si  0.064  0.1891  -0.1519
Si  -0.0315  0.1797  0.012
Si  -0.1096  0.0445  -0.2397
Si  -0.0971  -0.1007  0.1555
Si  -0.0161  -0.0362  0.1497
Si  0.0059  -0.0677  0.1679
Si  -0.1407  -0.0525  0.1924
Si  -0.0052  -0.0659  0.062
Si  0.0376  -0.0531  -0.1509
Si  0.0462  -0.0627  0.0277
Si  0.0269  0.1351  0.0519
Si  0.0907  0.0184  -0.0313
Si  0.0633  -0.0446  -0.0173
Si  0.0023  0.1571  0.0116
Si  -0.0541  -0.0865  -0.0267
Si  0.0547  -0.1175  0.0801
Si  -0.0085  0.0827  0.0654
Si  -0.004  0.0783  -0.0529
Si  0.0104  0.0068  -0.0551
Si  -0.0355  -0.0065  0.0067
Si  0.0384  0.0477  -0.2275
Si  0.1816  -0.0855  0.1446
Si  0.0815  -0.0091  0.1141
Si  -0.0448  0.0558  0.1015
Si  -0.1312  -0.0415  -0.0641
Si  0.1263  0.0477  0.0402
Si  0.0847  0.0004  0.2116
Si  0.174  0.0443  0.1106
Si  -0.1977  0.0568  -0.0883
Si  -0.0744  0.1566  0.0556
Si  -0.0996  0.0033  0.1263
Si  0.0187  -0.0332  -0.0181
Si  -0.0747  -0.041  0.0443
Si  0.0381  -0.0077  -0.1139
Si  -0.0111  0.1837  0.1879
Si  -0.1551  -0.0782  0.0025
Si  -0.0765  -0.122  0.1573
Si  -0.1157  -0.0319  -0.0216
Si  0.0007  -0.1462  0.1332
Si  0.0278  -0.1397  -0.0852
Si  -0.0652  0.0463  -0.0007
Si  -0.0361  -0.103  -0.0778
Si  0.0072  0.014  -0.0361
Si  0.0702  -0.0161  0.1005
Si  -0.1076  0.0295  0.1993
Si  0.0373  0.0253  -0.0055
Si  0.0131  -0.1113  0.1016
Si  0.0383  -0.054  0.1418
Si  0.0578  0.1384  -0.0411
Si  0.0178  0.0486  -0.1809
Si  0.1304  -0.0633  0.0907
Si  -0.0113  -0.0792  0.0663
Si  -0.0277  0.0935  0.0255
Si  -0.0775  0.0839  -0.0872
Si  0.0709  0.0055  0.0377
Si  0.0208  0.0213  0.0237
Si  -0.1013  -0.0333  0.1283
Si  0.0822  -0.0338  -0.0015
Si  0.1099  0.04  -0.2257
Si  0.0325  -0.0195  0.0973
Si  0.0495  0.039  0.0236
Si  0.0408  0.0228  0.0546
Si  -0.0477  0.0852  -0.0755
Si  -0.0646  0.0271  -0.0514
Si  -0.1166  0.072  0.0551
Si  0.0767  -0.0829  0.0066
Si  -0.0172  0.1302  0.0619
Si  -0.1236  -0.0051  -0.0347
Si  0.1137  -0.0013  -0.1665
Si  0.0154  0.0152  -0.1359
Si  -0.1931  -0.0667  0.0223
Si  -0.0527  0.0134  0.0005
Si  0.0649  -0.0028  -0.141
Si  0.0293  0.0875  -0.1369
Si  0.0112  -0.0281  -0.0694
Si  -0.0021  0.0071  -0.0004
Si  0.0032  -0.0003  0.0059
Si  0.0057  0.015  -0.0012
Si  0.0123  -0.009  -0.0033
Si  -0.0017  -0.0004  -0.0097
Si  -0.0085  -0.0136  0.004
Si  -0.0082  -0.0083  -0.0144
Si  0.0056  0.0001  -0.0114
Si  0.0106  -0.0209  -0.0059
Si  0.0094  -0.0034  0.0035
Si  0.0108  0.0053  0.0008
Si  0.0049  -0.0195  -0.0086
Si  -0.0141  -0.0001  -0.0095
Si  0.0068  0.0113  -0.0052
Si  -0.0013  -0.0168  -0.0012
Si  0.0026  -0.0111  -0.0109
Si  -0.0122  0.0075  0.003
Si  -0.0006  -0.0171  -0.0098
Si  0.0033  -0.0139  -0.0054
Si  0.0065  0.0113  0.0011
Si  0.0098  -0.0159  -0.0039
Si  -0.0076  -0.006  -0.0088
Si  0.0094  -0.0106  -0.0049
Si  -0.0164  -0.012  -0.0003
Si  0.0106  -0.0117  -0.0064
Si  0.0156  0.0022  -0.0106
Si  -0.0051  -0.0102  0.003
Si  -0.0318  0.0064  -0.0182
Si  -0.0005  0.013  -0.0043
Si  -0.0161  0.0057  0.0017
Si  0.0036  0.0072  -0.0128
Si  -0.0129  0.0017  0.0028
Si  -0.0046  0.0038  -0.0131
Si  -0.0092  0.0113  -0.0014
Si  0.0126  0.0289  -0.0181
Si  0.0088  0.0296  -0.0045
Si  0.0009  -0.0056  -0.0089
Si  -0.0048  -0.0011  -0.0025
Si  -0.0134  0.0047  -0.0151
Si  -0.0046  0.0025  0.0033
Si  0.0038  -0.0053  -0.0109
Si  0.0001  -0.0094  0.0007
Si  0.0047  0.0039  -0.0127
Si  -0.0044  0.0151  -0.0041
Si  0.0029  0.0026  -0.0005
Si  0.0075  0.0101  -0.0033
Si  0.0032  0.0096  0.0002
Si  0.0047  -0.0053  -0.0053
Si  0.0015  0.0037  0.0017
Si  -0.0088  -0.001  0.0016
Si  -0.0061  0.015  0.0016
Si  -0.0042  0.0095  -0.0017
Si  -0.0159  0.007  -0.0067
Si  0.0143  0.0102  -0.0011
Si  -0.013  0.0086  -0.0107
Si  0.0012  0.008  0.0021
Si  -0.007  0.0149  0.0007
Si  -0.0055  0.0034  -0.0041
Si  0.0146  -0.0096  -0.0009
Si  0.0096  -0.0112  -0.0088
Si  0.0007  0.0095  0.0018
Si  0.0011  -0.0101  0.0118
Si  0.0193  -0.027  -0.0032
Si  -0.0025  -0.0032  -0.0052
Si  -0.0053  -0.0012  -0.0078
Si  -0.012  0.0191  0.0005
Si  0.0106  -0.004  -0.0019
Si  0.0109  -0.0196  -0.0091
Si  0.0137  -0.0035  -0.0021
Si  0.0009  -0.0013  0.0023
Si  0.0043  -0.0082  -0.0016
Si  -0.0063  0.0036  -0.0008
Si  -0.0033  -0.0008  0.0023
Si  0.0031  0.0027  0.0047
Si  0.0171  0.0215  0.0024
Si  -0.0063  -0.001  -0.0022
Si  -0.0088  0.0003  -0.0014
Si  0.0037  0.0026  0.0041
Si  0.0028  0.0043  0.0035
Si  0.0006  -0.0089  -0.0024
Si  -0.0009  0.0058  0.0049
Si  0.0056  -0.005  0.0033
Si  -0.0072  -0.0027  0.0014
Si  -0.0072  0.0016  0.0009
Si  -0.0036  -0.0163  0.0094
Si  0.0065  0.0003  0.0025
Si  -0.0027  -0.0055  0.0052
Si  0.0023  -0.0088  0.0061
Si  0.0116  -0.0022  0.0002
Si  -0.008  -0.0105  -0.0022
Si  0.0065  0.0089  -0.0058
Si  -0.017  -0.0248  -0.0045
Si  0.0084  -0.0029  0.0001
Si  0.0028  0.0133  0.0108
Si  -0.0075  -0.0079  0.0047
Si  0.0026  0.0033  0.0001
Si  -0.0044  0.0051  0.003
Si  0.0015  0.0049  0.0022
Si  -0.0042  0.0001  -0.0063
Si  0.0101  0.0109  0.0027
Si  -0.0014  -0.0022  0.0045
Si  0.0003  -0.0035  0.0134
Si  -0.0082  0.0051  0.0057
Si  0.0008  0.0154  0.0018
Si  -0.0064  -0.013  -0.0047
Si  -0.0064  -0.0018  -0.0029
Si  0.0052  0.0008  -0.0063
Si  0.013  0.0089  0.0017
Si  -0.0017  -0.0015  0.0067
Si  -0.0021  -0.0063  -0.0001
Si  0.0015  -0.0101  -0.0044
Si  -0.0013  -0.0069  0.0098
Si  0.0051  -0.0092  0.006
Si  0.0051  -0.0032  0.0012
Si  0.0003  -0.0048  0.0043
Si  0.0094  -0.005  0.001
Si  -0.0069  0.0099  0.0036
Si  0.0045  -0.0031  0.0067
Si  0.0021  0.0022  0.0048
Si  0.0013  0.0029  0.0025
Si  0.0051  0.0094  0.0014
Si  -0.0075  0.0148  0.0026
Si  -0.0052  0.0072  0.0037
Si  -0.0053  0.0056  0.0004
Si  -0.0014  0.005  0.002
Si  0.0013  -0.0018  0.0044
Si  0.0074  -0.0005  0.0011
Si  -0.001  0.0142  0.0072
Si  -0.0075  0.0068  0.0061
Si  0.0057  -0.0035  0.0022
Si  0.0081  0.0048  0.0015
Si  -0.0033  -0.0041  -0.0004
Si  0.0071  0.0037  -0.0029
Si  0.0015  -0.0019  0.0068
Si  0.0022  -0.0001  0.002
Si  -0.0039  0.0027  -0.0024
Si  -0.0047  -0.0044  0
Si  -0.0039  0.0092  -0.0008
Si  -0.0011  -0.0015  0.0074
Si  0.0131  -0.0253  0.0006
Si  -0.0027  -0.0067  0.0029
Si  0.0026  0.0134  0.0046
Si  -0.0062  -0.0009  0.0064
Si  -0.0017  -0.0007  0.004
Si  -0.0064  0.0038  0.0024
Si  0.0054  0.0018  0.0025
Si  0.001  0.0071  0.0012
Si  0.0067  0.0099  0.0022
Si  -0.0006  -0.0009  0.0019
Si  -0.0048  -0.005  0.0022
Si  -0.0033  -0.0044  0.0028
Si  -0.0023  -0.0044  0.0041
Si  -0.002  -0.0067  0.0004
Si  0.0054  -0.0017  0.0039
Si  0.0008  0  0.0017
Si  0.0019  -0.002  0.0065
Si  -0.0033  -0.0061  0.0033
Si  -0.0071  -0.0061  -0.004
Si  0.0018  -0.0022  0.003
Si  0.0067  0.0008  0.0062
Si  0.0059  -0.0063  0.0039
Si  0.0021  -0.0038  -0.0022
Si  0.0034  0.0013  -0.0021
Si  -0.0079  -0.0028  -0.0017
Si  0.0003  -0.0055  0.0007
Si  -0.0051  0.0002  0.0022
Si  -0.0012  -0.0029  0.002
Si  0.0137  0.0014  0.0028
Si  -0.004  -0.0071  0.0037
Si  0.0004  0.0043  -0.0011
Si  -0.0022  -0.0108  -0.0032
Si  0.005  -0.0035  -0.0033
Si  -0.0017  0.0041  0.0028
Si  -0.0003  0.0049  -0.0005
Si  -0.0074  0.0045  0.0009
Si  0.0069  0.0162  0.0033
Si  0.005  0.0127  -0.0035
Si  -0.0002  0.0068  -0.0052
Si  -0.0021  -0.0023  -0.0049
Si  0.0033  0.0071  -0.0026
Si  0.0042  -0.0033  0.0013
Si  -0.0008  0.0051  0.0033
Si  0.0006  -0.0015  -0.0008
Si  -0.0047  -0.0039  0.0035
Si  -0.0016  0.0003  0.0041
Si  0.0043  0.0057  0.0024
Si  0.0063  0.0078  0.0025
Si  -0.0008  0.0008  0.0007
Si  -0.0021  0.005  0.0006
Si  -0.0065  0.0026  0.0035
Si  0.0003  -0.0012  -0.001
Si  0.0071  0.0064  0.0028
Si  0.0046  0.0025  -0.0015
Si  0.0018  0.0112  -0.001
Si  -0.0089  0.0085  -0.0002
Si  -0.0012  -0.0009  0.0007
Si  -0.0007  0.0047  -0.0005
Si  0.0003  0.0002  0.0003
Si  0.0026  0.0038  0.002
Si  0.0051  0.0054  0.0029
Si  0.0037  0.0018  0.0031
Si  0.0015  -0.0023  0.0007
Si  -0.0047  0.0017  -0.0031
Si  -0.003  0.0058  -0.0012
Si  0.0034  0.0057  0
Si  -0.0043  -0.0113  -0.001
Si  -0.0069  0.0021  0.0024
Si  -0.0046  0.0033  0.0038
Si  0.0013  -0.0026  0.0022
Si  0.0018  -0.0019  0.0024
Si  0.0051  -0.0122  0.0027
Si  0.0003  -0.0123  0.0026
Si  0.0052  -0.0102  -0.003
Si  0.0001  -0.0015  0.0026
Si  0.0011  -0.0081  0.0015
Si  0  -0.0067  0.0043
Si  0.0002  0.0081  0.0031
Si  0.003  0.0016  0.0027
Si  -0.0005  -0.0013  0.0011
Si  0.0011  0.0025  0.0055
Si  -0.0043  0.0017  0.0043
Si  -0.0057  -0.0016  0.003
Si  0.0027  -0.0106  0.0041
Si  0.0027  -0.0031  0.0014
Si  0.0037  0.0008  0.0052
Si  0.0056  -0.003  0.002
Si  -0.0003  -0.0049  0.0036
Si  -0.0031  -0.0054  0.0031
Si  -0.0003  0.0039  0.0003
Si  -0.0057  -0.0032  0.0003
Si  0.0088  -0.0036  0.0008
Si  0.0064  -0.0048  0.0022
Si  -0.0023  -0.0043  0.0052
Si  -0.0049  0.0012  -0.0001
Si  -0.0062  -0.001  0.0006
Si  -0.0075  -0.0037  -0.0011
Si  -0.0004  -0.0024  -0.0011
Si  0.004  -0.0015  -0.0023
Si  0.0106  -0.0041  0.0035
Si  0.0066  -0.0053  -0.0013
Si  -0.0061  -0.0013  -0.0034
Si  0.0092  -0.0009  -0.0037
Si  0.0021  -0.0048  -0.0027
Si  0.0015  0.0006  -0.0017
Si  -0.0031  0.0042  -0.0054
Si  -0.0062  0.0037  -0.0022
Si  -0.0008  0.0129  0.0004
Si  -0.0017  0.012  0.0008
Si  0.0042  0.0005  -0.007
Si  0.0039  0.0036  0.001
Si  -0.0041  0.0062  -0.0002
Si  -0.0011  0.0126  0.0019
Si  -0.0013  -0.0089  -0.0032
Si  -0.0009  -0.0012  -0.0049
Si  -0.0009  -0.0023  -0.0022
Si  -0.0069  -0.0056  0.0001
Si  0.0033  -0.0026  0.0042
Si  0.0024  0.0023  -0.0008
Si  0.0087  0.0092  0.0018
Si  0.0036  0.0082  -0.0005
Si  -0.007  -0.0049  -0.002
Si  0.001  0.0053  -0.0051
Si  0.0008  0.0014  -0.0015
Si  0.0076  0.0049  -0.0004
Si  0.0074  0.0054  -0.0004
Si  -0.0036  -0.0002  -0.0005
Si  -0.0055  0.0026  -0.0046
Si  -0.0125  -0.0034  -0.0035
Si  -0.0039  -0.0016  -0.005
Si  0.0066  0.0056  -0.0033
Si  0  0.0009  -0.003
Si  0.0094  0.0077  0.0022
Si  0.0038  0.0031  -0.002
Si  -0.0032  -0.0003  -0.0033
Si  -0.0116  0.0021  -0.0008
Si  0.0012  0.01  0.0025
Si  -0.0017  0.0071  -0.0009
Si  -0.0011  0.0025  -0.0033
Si  0.0056  0.0005  -0.0027
Si  -0.0054  -0.0003  0.0015
Si  0.0017  -0.0031  -0.0004
Si  0.0037  -0.0007  0.0001
Si  -0.0015  -0.0047  0.0003
Si  0.0071  -0.0122  -0.0032
Si  -0.0051  -0.0015  0.0012
Si  -0.0068  -0.0061  0.0016
Si  0.0005  -0.0062  0.0039
Si  0.0055  -0.0062  -0.0032
Si  -0.0048  0.0104  -0.0002
Si  -0.0071  0.001  0.0008
Si  0.0019  -0.0063  -0.0005
Si  0.0026  0.0058  0.0033
Si  -0.0053  0.004  0
Si  -0.003  0  0.0011
Si  0.0031  -0.0058  0.0002
Si  0.0003  -0.0104  0.0021
Si  0.0008  0.0074  0.0014
Si  0.0032  -0.0044  -0.0009
Si  0.0048  -0.0092  0.0002
Si  0.0071  -0.0058  -0.0002
Si  -0.0022  -0.0062  0.0014
Si  -0.0033  0.0093  -0.0081
Si  0.0041  0.0022  -0.0078
Si  0.0005  -0.0068  -0.0021
Si  0.0009  0.0041  0.0009
Si  -0.0061  -0.0015  0.0028
Si  -0.0025  0  -0.0011
Si  0.0094  -0.0025  -0.0068
Si  -0.0068  -0.0051  -0.0046
Si  0.0025  0.0016  -0.0012
Si  0.0091  -0.006  0.0023
Si  0.0041  -0.0048  -0.0022
Si  -0.0044  0.0023  -0.0126
Si  -0.0036  0.0139  -0.0033
Si  -0.0013  -0.0027  -0.0039
Si  0.0049  -0.008  -0.0066
Si  -0.0007  -0.0013  -0.0103
Si  -0.0056  0.009  -0.0077
Si  -0.0025  0.0103  0.0034
Si  -0.0079  0.0125  -0.0042
Si  0.0021  0.0002  -0.0037
Si  0.0105  -0.0052  -0.0009
Si  0.0079  -0.0017  -0.0034
Si  -0.0068  0.0027  -0.0001
Si  0.0016  0.0007  -0.0056
Si  0.0074  -0.0045  -0.0042
Si  -0.0069  -0.0125  -0.0077
Si  -0.002  -0.0006  -0.0105
Si  -0.0022  -0.0022  -0.0064
Si  0.0063  0.0032  -0.0006
Si  0.0033  0.0106  -0.0016
Si  0.0103  0.0167  0.0029
Si  0.0026  -0.0068  -0.0078
Si  -0.0014  -0.0087  -0.0069
Si  0.0031  0.0046  -0.0077
Si  -0.0052  0.0048  -0.0089
Si  0.0016  0.0103  -0.0058
Si  -0.0102  -0.0002  -0.0079
Si  -0.0155  -0.0053  -0.0026
Si  -0.0124  -0.0084  -0.0007
Si  -0.0011  -0.0051  -0.0166
Si  0.0018  0.0065  -0.0124
Si  0.0025  -0.0003  -0.0067
Si  -0.0086  0.0037  -0.0071
Si  0.0057  0.001  0.0032
Si  0.019  0.0025  -0.0027
Si  -0.001  0.0018  0.0003
Si  0.0092  0.01  0.0007
Si  -0.0137  -0.0066  0.0058
Si  0.0034  -0.0111  0.0051
Si  0.0029  -0.0024  0.0011
Si  -0.0017  0.0036  0.0001
Si  -0.0051  -0.0117  -0.0061
Si  -0.0091  -0.0121  0.0024
Si  0.0205  0.0092  -0.0078
Si  -0.0069  -0.0026  -0.0102
Si  -0.0018  0.0111  0.0011
Si  0  -0.0025  -0.0033
Si  0.0007  -0.0038  -0.0036
Si  0.0041  0.0068  -0.0044
Si  -0.0055  -0.0013  0.0006
Si  -0.0072  0.0089  0.0085
Si  -0.0116  0.008  -0.001
Si  0.0094  -0.008  -0.0078
Si  -0.0026  -0.0022  -0.0006
Si  -0.0112  0.0125  0.0009
Si  0.007  0.0038  0.0002
Si  -0.014  0.0126  0.0015
Si  0.0012  0.0003  -0.0016
Si  0.0049  -0.0045  -0.0026
Si  -0.0003  -0.0072  -0.0016
Si  0.0192  -0.0104  0.003
Si  0.0008  -0.0141  0.0043
Si  0.0098  -0.0067  -0.0095
Si  0.0044  -0.0128  -0.0003
Si  -0.0257  0.0091  0.0009
Si  0.0124  -0.0017  0.0023
Si  -0.006  -0.0089  -0.0039
Si  -0.0057  0.0139  -0.0075
Si  0.0291  -0.0113  -0.0097
Si  0.0043  -0.002  0.009
Si  0  -0.0054  0.0003
Si  -0.0014  0.0022  0.002
Si  0.0062  0.0006  -0.0103
Si  0.0008  0.0167  -0.004
Si  -0.0154  0.0139  -0.0026
Si  -0.018  -0.0019  0.0002
Si  -0.004  0.0033  -0.0137
Si  0.0004  -0.0089  -0.0126
Si  0.0025  0.0083  -0.0026
Si  -0.0062  0.0079  -0.0016
Si  0.0263  -0.0224  0.0003
Si  0.0115  -0.0181  -0.0015
Si  -0.0106  0.0025  0.0027
Si  0.0119  0.0022  -0.0059
Si  -0.0251  0.0034  -0.0076
Si  0.0034  0.0034  0.003
Si  -0.0129  -0.0196  -0.0011
Si  0.0012  -0.0104  0.0078
Si  -0.0075  -0.0019  -0.0106
Si  0.0005  -0.0049  0.0011
Si  0.0018  0.0058  -0.0026
Si  0.0021  -0.0091  -0.0049
Si  -0.0024  0.0013  0.0063
Si  0.0112  0.0027  -0.0022
Si  -0.0066  -0.0103  -0.0006
Si  -0.0017  -0.0088  -0.0054
Si  0.0132  0.0081  -0.0059
Si  -0.0082  0.004  0.0056
Si  0.0002  0.0274  0.014
Si  0.011  0.0027  0.0007
Si  0.005  -0.0082  -0.0028
Si  -0.0086  0.0114  -0.0036
Si  -0.0122  0.0056  0.0001
Si  0.0044  0.016  0.0041
Si  0.0076  0.003  0.0058
Si  -0.0334  -0.0111  0.0154
Si  0.0154  -0.0008  0.015
Si  -0.0094  -0.0051  -0.0051
Si  -0.0096  0.0001  -0.0023
Si  -0.0009  -0.0132  0.0142
Si  -0.0009  0.0006  0.0189
Si  -0.0048  -0.0029  0.0003
Si  0.0086  0.0034  0.0157
Si  0.0114  -0.0053  0.0173
Si  -0.0105  0.0134  0.0176
Si  -0.0003  0.0017  0.0113
Si  -0.0093  0.0021  0.0038
Si  0.0021  0.0068  0.0106
Si  0.0089  0.0022  0.007
Si  -0.0098  -0.0091  0.0099
Si  0.0163  -0.0071  -0.0046
O  0.0463  -0.0526  0.25
O  -0.1631  -0.6378  0.0565
O  -0.1998  0.4887  -0.0112
O  -0.0275  -0.021  -0.0402
O  0.2187  0.1423  -0.5423
O  0.0655  -0.1391  0.3833
O  0.0737  -0.3465  0.3534
O  0.0943  -0.4943  0.1461
O  0.3249  -0.1463  0.2493
O  -0.168  0.1166  0.264
O  0.1443  0.1689  0.0211
O  -0.474  -0.2874  0.2722
O  -0.4906  0.1025  -0.1697
O  -0.1107  0.4861  0.1614
O  0.5198  0.0952  0.1962
O  0.6228  -0.4555  -0.2496
O  0.7367  0.3737  0.0111
O  0.2712  0.2331  0.0464
O  0.142  0.0996  0.1881
O  0.1913  0.0454  -0.1412
O  0.2161  0.46  -0.3823
O  -0.0948  -0.1012  -0.0235
O  -0.4434  0.2889  0.3509
O  0.0371  -0.1908  0.1282
O  -0.0014  0.1658  -0.4063
O  0.1154  -0.147  0.4612
O  -0.007  0.371  -0.0486
O  -0.2683  -0.1914  -0.3727
O  0.5267  -0.0194  0.5651
O  -0.0154  -0.1385  0.2894
O  0.0711  -0.0075  0.3765
O  -0.5982  -0.0132  0.1836
O  -0.2568  -0.0536  0.289
O  0.2175  -0.1141  0.6762
O  -0.0598  -0.1723  -0.6925
O  0.0733  0.0007  0.4358
O  -0.3159  0.3418  -0.2699
O  0.5185  0.2457  0.2271
O  0.676  -0.0944  -0.1778
O  0.1834  -0.1755  -0.3032
O  -0.4141  0.2556  0.1166
O  -0.2384  0.0516  -0.3019
O  -0.0627  0.4668  0.2824
O  -0.5963  0.0013  -0.4898
O  -0.023  0.3587  -0.4064
O  0.3303  -0.0714  -0.0055
O  0.0896  0.1865  -0.2884
O  0.1914  -0.2534  0.5132
O  0.431  0.1855  -0.0286
O  -0.0859  0.2996  0.2119
O  -0.0298  0.1594  -0.2722
O  0.13  -0.139  -0.4914
O  -0.3521  -0.1182  0.3337
O  -0.4875  0.2179  -0.1355
O  -0.18  -0.163  -0.0001
O  -0.0115  -0.2599  -0.1529
O  -0.0227  0.0064  -0.3599
O  0.4564  -0.4099  -0.2559
O  0.4104  0.3129  -0.0379
O  0.3827  0.577  0.2081
O  -0.3355  0.0806  -0.1754
O  0.0312  -0.0347  0.0455
O  -0.3215  -0.208  -0.3278
O  -0.2869  0.1476  0.3285
O  -0.211  -0.4834  -0.073
O  -0.1698  0.2033  -0.3121
O  -0.2917  0.0919  -0.3558
O  0.1069  -0.4035  0.2719
O  -0.135  0.0601  -0.2442
O  -0.4517  -0.4013  -0.0039
O  0.0702  0.0203  -0.257
O  -0.3049  -0.2015  -0.091
O  -0.1144  -0.0054  -0.3849
O  0.0282  -0.1218  -0.2693
O  -0.1385  -0.1013  -0.3939
O  0.3169  0.4992  -0.4538
O  -0.1922  -0.0706  -0.4397
O  0.2805  -0.4859  -0.0509
O  0.1547  -0.0901  0.3846
O  0.0504  0.0051  -0.5421
O  0.0164  0.422  0.3332
O  0.0102  -0.093  -0.1857
O  0.1375  -0.291  -0.666
O  -0.1621  -0.4603  -0.4035
O  0.5026  -0.0466  -0.2856
O  0.2131  0.0649  0.2012
O  0.2467  0.0195  0.4157
O  0.159  0.7042  0.267
O  0.2513  0.4706  -0.1854
O  0.1721  0.1824  0.5554
O  -0.0239  0.5328  -0.2558
O  0.3577  -0.5234  0.3008
O  0.2877  0.255  0.1841
O  -0.4443  0.0592  0.3313
O  0.1359  0.1198  0.1654
O  -0.2928  -0.1747  -0.2961
O  -0.1658  0.1184  -0.0455
O  -0.3125  0.0328  0.2101
O  -0.2996  0.5874  0.0785
O  0.209  0.2569  0.6811
O  0.0451  -0.2629  -0.0086
O  -0.4551  -0.1978  0.4754
O  0.4012  0.2498  0.0145
O  0.2062  -0.3174  0.1511
O  0.0354  0.1754  -0.5535
O  0.0745  0.0844  0.5988
O  -0.1494  -0.0174  -0.159
O  0.412  0.1554  0.208
O  0.096  -0.4859  0.1178
O  -0.5034  -0.1834  0.1232
O  -0.0784  0.1669  -0.5814
O  -0.0467  -0.6377  0.4646
O  -0.0322  -0.1681  0.2969
O  -0.3422  -0.203  -0.1946
O  0.0499  -0.606  0.3381
O  0.2732  0.0286  -0.0242
O  0.019  0.225  -0.3193
O  0.2533  -0.621  0.0843
O  -0.2358  -0.3694  0.0277
O  0.4139  0.3154  -0.1829
O  0.2224  -0.5103  -0.212
O  0.1079  -0.0031  -0.0414
O  -0.0986  0.1168  -0.6868
O  0.6174  -0.0116  0.6287
O  -0.4476  0.4355  0.2746
O  -0.3928  0.0727  0.1329
O  -0.0657  -0.1522  0.4189
O  0.4854  0.239  -0.2151
O  -0.6005  0.1854  0.1769
O  -0.2279  -0.0517  0.338
O  0.0157  -0.3083  -0.0595
O  -0.0846  0.0255  0.1493
O  -0.1773  -0.3682  0.3502
O  0.2657  0.32  -0.1985
O  0.0187  -0.1433  0.4906
O  0.1164  -0.1943  -0.1688
O  0.4655  -0.3895  0.1551
O  0.4587  -0.2578  -0.118
O  0.4776  -0.0627  -0.0114
O  -0.0616  -0.2291  -0.0763
O  0.3747  -0.3207  -0.0026
O  0.3709  0.268  -0.1018
O  -0.2584  -0.119  -0.1605
O  -0.5318  0.2202  -0.0538
O  0.2628  0.3086  0.2866
O  -0.1212  -0.5785  -0.2814
O  0.2327  0.3757  0.4172
O  0.1934  0.3405  -0.3402
O  0.3635  -0.2626  -0.083
O  -0.039  -0.3119  -0.2782
O  0.6478  -0.0874  -0.2335
O  -0.2461  -0.1181  -0.2901
O  0.3327  -0.2361  -0.6367
O  0.2955  0.3127  -0.2989
O  0.1491  0.2375  0.4499
O  -0.1202  0.4776  0.4879
O  -0.402  0.0807  -0.5776
O  0.0007  -0.2202  -0.0107
O  -0.0727  -0.2889  -0.0863
O  0.2747  -0.1423  -0.6482
O  -0.3501  0.0919  -0.3001
O  0.3859  -0.4871  -0.0879
O  -0.2614  -0.4587  0.1639
O  -0.3214  -0.202  0.1234
O  -0.0743  -0.1391  0.3292
O  -0.5562  0.5377  -0.0729
O  -0.0219  0.0788  -0.5572
O  0.431  -0.4399  -0.0079
O  0.2729  -0.131  -0.3917
O  0.0305  -0.0985  -0.5479
O  -0.0281  0.0335  0.484
O  -0.3924  0.6276  -0.2542
O  0.0427  0.0203  0.4743
O  0.1044  0.1151  0.454
O  0.0107  0.7697  -0.2378
O  -0.2771  -0.1764  -0.4428
O  -0.0754  -0.1249  -0.1323
O  0.0612  0.4742  0.6405
O  0.6432  -0.0041  0.0488
O  -0.0691  -0.294  0.1342
O  -0.3273  0.1809  -0.5771
O  0.0247  0.0651  -0.3106
O  -0.7261  0.148  0.1635
O  0.2907  0.2739  0.1624
O  0.4141  -0.1485  0.3901
O  -0.2381  0.3211  0.3205
O  -0.5118  -0.0551  0.1475
O  -0.1428  0.1916  0.081
O  -0.2893  0.3666  0.0903
O  -0.1151  -0.4572  0.1307
O  -0.4673  0.221  0.2184
O  0.3437  -0.1782  0.3128
O  0.0515  0.3997  -0.4218
O  0.404  0.0921  -0.3353
O  -0.2037  -0.0549  0.2746
O  -0.2743  0.6511  -0.0645
O  0.3464  0.4322  -0.2645
O  0.3806  -0.0933  -0.0135
O  -0.1034  0.4663  -0.2162
O  0.3267  -0.0924  -0.3667
O  0.0204  0.435  0.5391
O  0.1325  -0.011  -0.4698
O  -0.1136  -0.6564  0.253
O  -0.2833  -0.3248  -0.1551
O  0.5599  -0.4939  0.3789
O  -0.3367  0.039  -0.1648
O  0.1175  0.0512  0.1617
O  0.0388  0.0399  0.4603
O  -0.0109  0.2174  0.2821
O  0.1124  -0.1242  0.2769
O  0.0593  -0.5116  -0.1029
O  0.8189  -0.0654  -0.2118
O  -0.4694  0.4095  -0.1224
O  -0.3141  0.146  -0.0435
O  -0.0068  0.6565  0.2598
O  0.309  -0.32  0.2048
O  -0.3441  0.5011  0.1928
O  0.0767  0.6429  -0.1814
O  -0.0857  0.3496  0.0698
O  -0.067  0.3614  -0.4873
O  -0.0527  -0.4654  0.2734
O  0.1126  -0.0914  -0.1379
O  0.5674  -0.1129  0.3412
O  0.4246  -0.4269  0.1394
O  -0.1596  -0.1986  0.5668
O  0.2591  -0.5299  -0.3296
O  -0.3816  0.082  0.0122
O  -0.052  -0.011  0.2583
O  -0.5113  -0.3296  -0.281
O  0.0448  0.2866  -0.3672
O  -0.1199  -0.1241  -0.113
O  0.0472  -0.3771  -0.6021
O  -0.2321  -0.0361  -0.1863
O  0.4323  -0.2543  0.2448
O  -0.1864  -0.3989  -0.1217
O  -0.3301  0.0909  0.0688
O  -0.0703  0.5759  -0.358
O  -0.1436  -0.724  0.0186
O  -0.2779  0.2124  -0.3098
O  -0.0201  0.0776  -0.0303
O  0.0715  -0.3238  -0.02
O  -0.2094  0.0865  -0.2672
O  0.0735  -0.0324  0.3264
O  0.0189  0.1904  0.3375
O  0.664  0.2897  0.227
O  -0.2015  -0.2836  -0.6382
O  0.257  -0.3138  0.1558
O  -0.0187  0.5148  0.0278
O  -0.0515  -0.373  -0.2137
O  -0.0494  -0.1117  0.0943
O  0.2523  -0.279  -0.3764
O  -0.6933  -0.2358  -0.1688
O  0.2354  0.108  -0.5355
O  0.3428  -0.1995  -0.4426
O  -0.1237  -0.2522  -0.2633
O  -0.3681  -0.0495  0.4864
O  0.3365  0.0738  -0.1895
O  -0.5225  0.1948  0.4086
O  -0.1312  -0.3062  -0.25
O  -0.0325  -0.366  0.0079
O  -0.098  0.1374  -0.126
O  -0.651  -0.1069  0.169
O  -0.342  0.3134  0.4308
O  0.0312  -0.015  -0.5543
O  0.3939  0.2083  0.0104
O  0.3021  -0.4307  0.4005
O  -0.2473  -0.3037  -0.3207
O  -0.2892  -0.6583  0.1818
O  0.0935  0.0325  0.2979
O  -0.0539  -0.1001  0.4353
O  -0.3272  0.1848  -0.0806
O  -0.5841  -0.2892  0.2422
O  0.194  0.0597  0.2809
O  0.098  -0.2637  -0.3198
O  -0.202  -0.0397  -0.1256
O  -0.1224  0.2232  0.0208
O  0.1553  0.2205  -0.1442
O  0.4323  0.2889  0.1595
O  -0.1476  0.4072  0.3247
O  0.1061  -0.1823  -0.2402
O  0.0721  0.1087  -0.4252
O  0.0764  0.4268  0.082
O  0.1189  0.3026  0.161
O  -0.2799  0.2086  0.1486
O  0.2551  0.2474  0.5285
O  0.1436  -0.4344  0.1209
O  -0.1802  0.1985  0.0724
O  0.4581  0.0071  0.4402
